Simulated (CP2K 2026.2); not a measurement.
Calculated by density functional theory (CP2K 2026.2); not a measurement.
Periodic cell of 1152 atoms, Si864O288, from a study of silicon, its oxide and their interface. The atomic structure is a simulated model.
Doubt: the forces sum to 0.99 eV/angstrom along one axis rather than to zero, so they err by at least 0.0009 eV/angstrom per atom on average; the grid cutoff is modest.

Settings
functional: PBE
method: Gaussian and plane waves
basis set: DZVP-MOLOPT-SR-GTH
pseudopotentials: GTH-PBE
grid cutoff: 350 Ry, relative cutoff 50 Ry
k points: Gamma only
occupations: fixed
spin: none
net charge: 0

Cell vectors (angstrom)
a  32.64  0  0
b  0  16.32  0
c  -3.251  2.9592  38.5737

Atoms: element, x, y, z (angstrom)
Si  -2.0873  18.2166  38.5457
Si  0.549  4.6228  38.557
Si  1.5924  3.9062  0.1462
Si  4.5387  6.5773  0.0972
Si  -2.0708  13.0386  38.4982
Si  4.4399  12.0911  0.3889
Si  6.994  14.5455  0.1552
Si  9.6847  0.9957  0.2097
Si  6.6141  4.2129  0.0754
Si  6.4607  9.2806  38.5167
Si  6.4911  9.7609  0.3074
Si  9.319  12.4515  0.073
Si  12.0238  15.1985  0.1527
Si  11.8156  3.7225  38.5509
Si  12.0008  4.1496  0.0122
Si  14.649  7.1402  0.007
Si  12.3577  9.2952  0.1569
Si  15.2737  11.8924  0.1627
Si  17.4573  15.0755  0.2
Si  16.6815  4.5945  38.5239
Si  17.6983  3.8602  0.0724
Si  20.5695  6.5567  0.1107
Si  14.3455  12.7082  38.5677
Si  20.8204  11.7426  0.005
Si  23.5257  14.742  0.04
Si  22.7097  4.2089  38.5039
Si  22.8253  4.4322  0.1419
Si  21.9583  10.3285  38.4664
Si  23.0324  9.5658  0.3386
Si  22.3699  15.3754  38.5309
Si  24.989  18.2982  38.4329
Si  31.6631  1.255  0.0698
Si  25.3089  7.2492  38.5399
Si  31.0857  7.1617  0.0254
Si  28.8299  9.3626  0.0523
Si  31.3972  12.148  0.1943
Si  2.7672  16.3302  1.3163
Si  5.4095  2.6942  1.3619
Si  2.8336  5.4852  1.3355
Si  5.4652  8.1274  1.5651
Si  2.7237  10.9649  1.4445
Si  5.5877  13.5509  1.7169
Si  8.1082  16.1829  1.4484
Si  10.8582  2.6473  1.4081
Si  8.1927  5.3231  1.412
Si  10.7774  8.0228  1.2917
Si  8.1974  10.8742  1.435
Si  10.895  13.5535  1.3828
Si  13.5956  16.2003  1.5521
Si  16.1492  2.5642  1.2326
Si  13.583  5.4  1.2493
Si  16.3373  8.1764  1.2854
Si  13.6178  10.8112  1.429
Si  16.3121  13.5174  1.4914
Si  18.9737  16.361  1.397
Si  21.6662  2.701  1.2317
Si  18.937  5.416  1.356
Si  21.6683  8.1062  1.5207
Si  19.1382  10.8241  1.3959
Si  21.8334  13.5466  1.2172
Si  24.5266  16.3695  1.3648
Si  27.2007  2.8111  1.2204
Si  24.3809  5.6551  1.3638
Si  27.0754  8.2402  1.1802
Si  24.4957  10.9721  1.4571
Si  27.2297  13.6346  1.2007
Si  29.9017  0.1124  1.196
Si  0.083  2.7553  1.4867
Si  29.9883  5.5247  1.3328
Si  0.1168  8.3004  1.2045
Si  29.9  10.9059  1.4488
Si  0.0147  13.7168  1.3619
Si  1.4322  1.3466  2.7819
Si  4.1123  4.0895  2.7572
Si  1.4004  6.8655  2.6148
Si  4.0162  9.4969  2.8049
Si  1.3628  12.3508  2.7584
Si  4.1017  15.0054  2.768
Si  6.7644  1.3135  2.7215
Si  9.5145  3.9839  2.7958
Si  6.9011  6.7642  2.801
Si  9.5276  9.4355  2.7145
Si  6.9239  12.1577  2.9622
Si  9.5288  14.8797  2.8056
Si  12.2639  1.3542  2.7931
Si  14.9056  4.0177  2.6316
Si  12.2095  6.7233  2.6745
Si  14.9994  9.4693  2.7585
Si  12.2574  12.1996  2.7405
Si  14.9273  14.825  2.8641
Si  17.5624  1.3458  2.7317
Si  20.3311  4.0374  2.6884
Si  17.6269  6.8013  2.6987
Si  20.3382  9.4662  2.8431
Si  17.7754  12.2105  2.7571
Si  20.4291  14.9304  2.597
Si  23.0578  1.3755  2.6231
Si  25.8085  4.1784  2.5774
Si  23.0774  6.8396  2.8686
Si  25.8826  9.5789  2.7189
Si  23.1074  12.3054  2.7705
Si  25.9076  14.9912  2.6743
Si  28.569  1.457  2.6176
Si  31.304  4.1489  2.7174
Si  28.4706  6.8456  2.5958
Si  31.3622  9.5598  2.7008
Si  28.5235  12.3117  2.6846
Si  31.2223  15.0559  2.6506
Si  -0.0201  16.3417  4.0698
Si  2.7579  2.7386  4.1273
Si  0.0379  5.5131  4.0263
Si  2.677  8.147  4.127
Si  0.0163  10.9388  4.0892
Si  2.7367  13.6531  4.1257
Si  5.4372  16.3382  4.1463
Si  8.1292  2.6492  4.1188
Si  5.4849  5.4218  4.122
Si  8.2003  8.1427  4.1558
Si  5.4313  10.8234  4.1704
Si  8.239  13.5627  4.2499
Si  10.8835  16.2918  4.1224
Si  13.602  2.7283  4.1159
Si  10.8863  5.3894  4.1008
Si  13.5883  8.0912  4.0603
Si  10.8973  10.8124  4.0742
Si  13.5566  13.5134  4.1889
Si  16.2905  16.2687  4.1249
Si  18.9697  2.701  4.067
Si  16.2768  5.3881  4.0161
Si  18.9647  8.1124  4.1413
Si  16.3605  10.8511  4.0977
Si  19.0975  13.6188  4.0677
Si  21.7495  16.3082  4.0027
Si  24.4484  2.7727  3.9485
Si  21.7015  5.3937  4.0951
Si  24.4985  8.2284  4.105
Si  21.7534  10.8865  4.1011
Si  24.5094  13.6628  4.0709
Si  27.2471  16.3803  4.0132
Si  29.92  2.7765  4.0332
Si  27.1765  5.4707  4.0074
Si  29.9076  8.1857  3.9813
Si  27.2096  10.9421  4.078
Si  29.91  13.6605  4.0315
Si  1.3695  14.9844  21.7895
Si  4.0739  17.6983  21.7855
Si  1.3594  4.0918  21.7021
Si  4.0734  6.86  21.7859
Si  1.3078  9.5446  21.8335
Si  4.0513  12.2504  21.797
Si  6.8117  14.9798  21.8165
Si  9.5124  17.696  21.8027
Si  6.7766  4.0926  21.7974
Si  9.5031  6.8222  21.7975
Si  6.7617  9.5313  21.8353
Si  9.4866  12.2752  21.8153
Si  12.2157  14.9665  21.7719
Si  14.9872  17.7017  21.7918
Si  12.2197  4.0636  21.8043
Si  15.0023  6.7954  21.7868
Si  12.2419  9.5357  21.7894
Si  14.9497  12.2543  21.7209
Si  17.6963  14.9712  21.7777
Si  20.4342  17.7182  21.7742
Si  17.7307  4.0812  21.8037
Si  20.3785  6.7425  21.6839
Si  17.6564  9.4695  21.677
Si  20.3774  12.2208  21.6409
Si  23.1237  15.0126  21.6672
Si  25.8402  17.6291  21.6518
Si  23.1315  4.0134  21.6899
Si  25.8832  6.7408  21.6409
Si  23.0949  9.5052  21.6344
Si  25.8274  12.2551  21.622
Si  28.5868  14.9242  21.7393
Si  -1.3781  17.6538  21.7275
Si  28.5708  4.0754  21.6693
Si  -1.341  6.8131  21.7204
Si  28.6052  9.4897  21.6496
Si  -1.3597  12.2329  21.7845
Si  2.6948  16.3848  23.1686
Si  5.4393  2.7143  23.1666
Si  2.677  5.4843  23.0561
Si  5.4002  8.1881  23.2383
Si  2.6595  10.9406  23.188
Si  5.4249  13.6116  23.1376
Si  8.1931  16.33  23.1935
Si  10.8148  2.7535  23.1999
Si  8.1203  5.4747  23.1487
Si  10.8617  8.1919  23.1504
Si  8.0906  10.941  23.1744
Si  10.8497  13.6402  23.1763
Si  13.6038  16.3198  23.0942
Si  16.3798  2.7248  23.1744
Si  13.6363  5.4112  23.1062
Si  16.4035  8.1269  23.1549
Si  13.6232  10.9142  23.1147
Si  16.3162  13.5752  23.0956
Si  19.0616  16.373  23.126
Si  21.8185  2.7251  23.1781
Si  19.1128  5.423  23.1862
Si  21.7408  8.1164  22.9649
Si  19.0148  10.8387  22.971
Si  21.7244  13.6305  22.927
Si  24.4952  16.3274  23.0744
Si  27.1893  2.6878  22.9589
Si  24.5474  5.3454  22.976
Si  27.2856  8.0765  22.9578
Si  24.438  10.9142  22.9313
Si  27.1779  13.5495  23.037
Si  29.9344  16.2851  23.1289
Si  0.0006  2.7159  23.0269
Si  29.9407  5.4285  23.0272
Si  -0.0613  8.1513  23.1916
Si  29.8942  10.829  23.0897
Si  0.0082  13.6162  23.1386
Si  1.2806  17.7649  24.5066
Si  4.0076  4.1291  24.3952
Si  1.3282  6.7473  24.507
Si  3.9705  9.5755  24.5608
Si  1.3552  12.3474  24.5954
Si  4.1259  15.0292  24.4659
Si  6.8712  17.7216  24.5518
Si  9.4222  4.1527  24.5827
Si  6.7817  6.7764  24.5809
Si  9.4875  9.6054  24.4912
Si  6.6913  12.2611  24.5889
Si  9.4972  14.9556  24.6275
Si  12.2168  17.6491  24.4493
Si  15.0103  4.095  24.5092
Si  12.264  6.7717  24.4182
Si  15.0281  9.5502  24.4298
Si  12.2606  12.2901  24.4727
Si  14.989  14.9836  24.4463
Si  17.769  17.7315  24.5753
Si  20.5359  4.1367  24.6034
Si  17.7771  6.7669  24.5981
Si  20.3242  9.4408  24.2946
Si  17.6832  12.1386  24.3854
Si  20.4381  14.946  24.366
Si  23.2181  17.6963  24.5368
Si  25.8646  3.9648  24.3834
Si  23.179  6.7498  24.2072
Si  25.8845  9.514  24.1144
Si  23.0336  12.2796  24.2676
Si  25.8139  14.8872  24.3921
Si  28.4789  17.6803  24.3545
Si  -1.3488  4.0541  24.3592
Si  28.5869  6.7156  24.4202
Si  -1.4685  9.5035  24.5666
Si  28.4656  12.139  24.4104
Si  -1.3097  14.9475  24.5374
Si  0.0192  16.4009  25.9706
Si  2.66  2.8642  25.8044
Si  -0.0381  5.313  25.8214
Si  2.6402  8.139  25.89
Si  -0.0527  10.9256  25.868
Si  2.7382  13.832  25.9154
Si  5.5235  16.334  25.858
Si  8.0609  2.8173  26.0429
Si  5.322  5.3516  25.8578
Si  8.1218  8.2656  25.8689
Si  5.2186  10.9915  25.9892
Si  8.067  13.5924  25.9805
Si  10.8917  16.3588  25.9393
Si  13.6073  2.6964  25.7472
Si  10.8898  5.5086  25.8491
Si  13.6425  8.1651  25.6816
Si  10.8981  10.9708  25.8324
Si  13.6157  13.6442  25.8251
Si  16.3646  16.3211  25.8459
Si  19.1686  2.7626  25.986
Si  16.2985  5.4451  25.9639
Si  19.2214  8.1526  25.9385
Si  16.4203  10.792  25.8792
Si  19.0293  13.5766  25.6284
Si  21.904  16.1383  25.7461
Si  24.5966  2.77  25.9854
Si  22.0508  5.5559  25.8472
Si  24.5817  8.1369  25.3804
Si  21.6601  10.8593  25.5033
Si  24.4253  13.4842  25.7023
Si  27.1016  16.3411  25.7132
Si  29.9328  2.6778  25.6365
Si  27.2643  5.2548  25.7094
Si  29.7796  8.0685  25.9403
Si  27.0661  10.712  25.7003
Si  29.817  13.5165  25.7082
Si  1.8667  15.5998  27.2497
Si  4.0979  17.7893  26.955
Si  1.2462  4.0126  27.3424
Si  4.2128  6.9469  27.1665
Si  1.0442  9.2968  27.1479
Si  4.1846  12.7251  27.3778
Si  6.57  14.8224  27.3777
Si  9.8209  18.0716  27.179
Si  6.2229  3.7652  27.3532
Si  9.8092  7.1932  27.098
Si  6.3585  9.3002  27.1007
Si  9.4351  12.1618  27.2499
Si  12.5451  15.2396  27.222
Si  14.7431  17.4794  27.0925
Si  12.1126  3.9046  27.058
Si  15.0914  7.115  27.1857
Si  12.1048  9.3205  26.9667
Si  15.2107  12.4242  27.0417
Si  17.457  14.5948  27.0263
Si  20.7441  17.6264  27.0287
Si  17.9428  4.3744  27.2867
Si  21.2175  7.3745  27.0949
Si  17.5289  9.156  27.2732
Si  20.3235  12.1741  26.9197
Si  23.4466  14.9852  27.2064
Si  25.6077  17.3402  27.2629
Si  23.7543  4.6162  27.2706
Si  25.8864  6.7894  26.7631
Si  23.2639  9.5978  26.5856
Si  25.3907  11.7709  26.9587
Si  28.6021  15.0865  26.9149
Si  -1.8543  17.3516  27.0555
Si  28.5554  3.8003  27.1233
Si  -1.1346  6.9267  27.0862
Si  27.9612  9.0602  27.1183
Si  -1.48  12.2718  27.1375
Si  7.0428  10.429  33.3096
Si  8.6691  14.7899  34.2907
Si  -0.0724  10.0402  36.0611
Si  0.031  14.1525  29.1209
Si  16.6354  4.133  30.1468
Si  7.0354  5.1008  30.1689
Si  11.2668  13.4411  29.2935
Si  10.6899  13.3506  32.3574
Si  0.4037  7.3579  34.4067
Si  7.5443  15.3984  30.3792
Si  5.3883  9.7759  35.561
Si  19.7237  6.98  34.1642
Si  10.0801  19.0207  36.2904
Si  3.5367  12.9663  30.4218
Si  13.8315  5.3667  29.3103
Si  19.2971  10.5454  29.2999
Si  2.5393  14.3598  34.8602
Si  16.2368  16.6382  36.7244
Si  18.8145  16.2989  29.0296
Si  16.9882  3.9209  35.4208
Si  9.78  17.1673  30.0871
Si  20.5725  14.1219  33.812
Si  21.9533  17.6777  31.6967
Si  24.7364  9.29  31.2147
Si  21.4707  6.1916  36.4466
Si  20.8833  17.0593  34.2866
Si  25.4071  9.1307  34.129
Si  26.7336  5.3845  36.4727
Si  28.094  15.663  35.8076
Si  15.0971  16.2384  31.73
Si  -0.5265  2.4091  29.3504
Si  27.074  13.3463  29.0802
Si  28.1953  4.7709  29.8843
Si  29.129  11.0375  29.2317
Si  26.6964  14.3186  31.8896
Si  7.9088  10.3202  29.3335
Si  2.8334  5.5728  29.5395
Si  6.6175  12.5124  31.2575
Si  -1.7326  3.2373  34.2075
Si  8.9118  7.4195  29.9725
Si  28.3498  18.2539  34.3745
Si  8.0595  3.3444  34.0198
Si  2.4806  7.5398  31.9143
Si  -2.5473  7.7897  33.7917
Si  4.4247  12.3012  36.1348
Si  7.2368  13.5135  36.5506
Si  27.4429  18.3234  29.3245
Si  12.7357  13.2566  34.4568
Si  11.5949  9.1959  35.6526
Si  9.8167  6.5681  35.777
Si  7.0094  6.0811  34.5351
Si  12.3273  4.1957  31.5171
Si  5.2939  8.0963  33.2212
Si  13.3725  11.1027  29.1204
Si  22.0781  10.3772  30.3568
Si  12.4089  17.5857  31.3721
Si  20.0606  5.5412  28.8984
Si  16.1414  11.2991  36.343
Si  18.4737  6.1369  31.4546
Si  17.8791  13.011  34.4388
Si  26.8367  7.2526  31.011
Si  1.0239  9.3337  30.1733
Si  20.9828  9.7529  33.3057
Si  25.3561  15.4122  34.2325
Si  14.4432  11.0243  33.8839
Si  -1.7448  4.5277  31.3152
Si  16.3642  17.7541  29.6244
Si  27.2896  6.7432  33.7886
Si  22.0923  13.2772  29.144
Si  -0.6811  16.2169  30.9692
Si  22.7589  11.9243  34.2373
Si  25.6227  19.0534  35.7219
Si  21.9879  3.1436  29.0454
Si  4.4516  4.0262  31.4463
Si  -1.2024  7.0712  30.0187
Si  29.4224  8.9253  31.1762
Si  20.5737  15.1875  31.0063
Si  -0.8556  17.2166  35.7328
Si  0.6663  4.5828  35.5655
Si  9.3853  3.49  31.4071
Si  28.8492  16.6225  31.6727
Si  3.2578  3.8569  34.1887
Si  0.0804  12.643  34.2993
Si  0.9244  12.0054  31.2986
Si  1.8027  16.7817  36.6196
Si  11.1816  15.1758  35.8696
Si  6.8094  16.9293  32.8797
Si  16.7163  8.3668  31.8683
Si  18.3795  10.9223  32.3027
Si  4.0624  17.7229  32.7351
Si  4.879  5.4308  36.4852
Si  15.3333  13.8158  33.5375
Si  12.1314  17.5876  34.3505
Si  13.9828  7.4388  35.6821
Si  11.3817  7.8802  31.7998
Si  12.0843  5.7639  34.0613
Si  15.1936  17.8687  34.2972
Si  14.0112  9.2522  31.3962
Si  16.8043  6.9763  34.6234
Si  -1.878  14.1976  35.6752
Si  23.9059  13.6145  36.347
Si  10.1455  10.3481  33.2009
Si  18.8262  18.2761  36.0855
Si  25.5556  11.6101  32.7781
Si  23.4404  8.5843  36.5789
Si  2.2476  15.3996  31.9113
Si  -2.7765  8.886  36.6536
Si  23.5653  17.9907  34.1491
Si  1.3373  14.989  5.4541
Si  4.0953  1.3835  5.5022
Si  1.3658  4.1236  5.419
Si  4.0874  6.788  5.4504
Si  1.3446  9.55  5.4572
Si  4.0856  12.2525  5.4723
Si  6.8088  14.955  5.4953
Si  9.5083  1.3162  5.4793
Si  6.8119  4.0477  5.4844
Si  9.556  6.7655  5.4801
Si  6.803  9.4725  5.5077
Si  9.5876  12.1669  5.5229
Si  12.225  14.9313  5.4993
Si  14.9481  1.3404  5.4638
Si  12.2373  4.0585  5.4817
Si  14.9394  6.7397  5.4239
Si  12.2619  9.471  5.4417
Si  14.9791  12.179  5.48
Si  17.7032  14.9417  5.4438
Si  20.3722  1.3341  5.3855
Si  17.6456  4.076  5.4266
Si  20.3647  6.7665  5.4574
Si  17.6561  9.4945  5.4968
Si  20.4111  12.2513  5.4556
Si  23.1266  15.0039  5.4097
Si  25.8268  1.4092  5.3347
Si  23.1112  4.0634  5.4076
Si  25.8459  6.8199  5.4135
Si  23.1251  9.555  5.4623
Si  25.8345  12.2771  5.4343
Si  28.5692  15.015  5.407
Si  31.2766  1.4097  5.408
Si  28.5438  4.1205  5.3834
Si  31.2645  6.8339  5.3778
Si  28.5874  9.5535  5.3897
Si  31.263  12.2879  5.4132
Si  2.7079  16.3371  6.8178
Si  5.454  2.7214  6.8622
Si  2.7243  5.4453  6.811
Si  5.4348  8.1259  6.843
Si  2.7211  10.8887  6.8173
Si  5.4426  13.5996  6.8397
Si  8.1605  16.302  6.8603
Si  10.8703  2.6923  6.8238
Si  8.1765  5.416  6.8287
Si  10.9011  8.1384  6.8295
Si  8.1683  10.8457  6.8491
Si  10.9021  13.5629  6.8721
Si  13.5938  16.3042  6.8299
Si  16.3105  2.7084  6.8051
Si  13.5963  5.417  6.8296
Si  16.2849  8.1141  6.8094
Si  13.6083  10.8279  6.8263
Si  16.3327  13.5791  6.8046
Si  19.0459  16.312  6.7965
Si  21.7458  2.6945  6.7536
Si  19.0056  5.4185  6.8095
Si  21.7493  8.1563  6.781
Si  19.0409  10.8789  6.8081
Si  21.7808  13.6229  6.7849
Si  24.49  16.3706  6.746
Si  27.1838  2.7471  6.7338
Si  24.4721  5.4473  6.7572
Si  27.2212  8.1843  6.7551
Si  24.4874  10.9133  6.8058
Si  27.2092  13.6418  6.7676
Si  29.9297  16.3587  6.7737
Si  0.0004  2.7585  6.773
Si  29.9216  5.4631  6.7485
Si  -0.0292  8.1796  6.7807
Si  29.9227  10.9084  6.7732
Si  -0.0096  13.6163  6.7989
Si  1.3511  1.3921  8.1534
Si  4.078  4.0892  8.1865
Si  1.35  6.8206  8.1409
Si  4.0807  9.5199  8.1737
Si  1.3537  12.2526  8.1601
Si  4.0719  14.9699  8.1755
Si  6.8086  1.3537  8.2097
Si  9.5266  4.0595  8.1919
Si  6.8082  6.7735  8.1882
Si  9.5322  9.49  8.1949
Si  6.8076  12.2307  8.1872
Si  9.5212  14.9316  8.2042
Si  12.2308  1.3402  8.1868
Si  14.9552  4.0576  8.1786
Si  12.2474  6.781  8.1928
Si  14.9528  9.4772  8.1899
Si  12.2689  12.2039  8.2003
Si  14.9683  14.9413  8.1672
Si  17.6805  1.351  8.1539
Si  20.3929  4.0561  8.1324
Si  17.6604  6.7814  8.1713
Si  20.4002  9.5148  8.154
Si  17.6802  12.226  8.1733
Si  20.4077  14.9587  8.1518
Si  23.1171  1.3679  8.1289
Si  25.8365  4.0943  8.1177
Si  23.116  6.7978  8.1306
Si  25.8543  9.5298  8.129
Si  23.1242  12.2639  8.1564
Si  25.8388  14.9963  8.1171
Si  28.5491  1.3921  8.1122
Si  31.2743  4.1074  8.1278
Si  28.5697  6.8192  8.1211
Si  31.2727  9.545  8.1451
Si  28.5589  12.2662  8.1285
Si  31.277  14.9885  8.1441
Si  0.0003  16.3398  9.5067
Si  2.7168  2.7271  9.5304
Si  -0.0004  5.4532  9.4999
Si  2.7136  8.1629  9.5195
Si  -0.0004  10.8891  9.5125
Si  2.716  13.6056  9.5252
Si  5.4354  16.3158  9.5464
Si  8.1674  2.7134  9.5604
Si  5.443  5.4337  9.5501
Si  8.1633  8.1398  9.5466
Si  5.4421  10.8737  9.5368
Si  8.1569  13.5848  9.5582
Si  10.878  16.3029  9.5519
Si  13.5916  2.7046  9.5381
Si  10.8816  5.4249  9.5469
Si  13.5928  8.139  9.5593
Si  10.8839  10.8614  9.5505
Si  13.6153  13.5853  9.5424
Si  16.3211  16.312  9.5189
Si  19.0379  2.7109  9.5104
Si  16.3083  5.424  9.5357
Si  19.031  8.1545  9.5105
Si  16.316  10.8609  9.5271
Si  19.0435  13.5972  9.5138
Si  21.7672  16.3233  9.5001
Si  24.4781  2.7328  9.4826
Si  21.7519  5.4325  9.4855
Si  24.4844  8.1642  9.4813
Si  21.7617  10.8854  9.5024
Si  24.4916  13.627  9.4936
Si  27.203  16.3436  9.4815
Si  29.9166  2.739  9.4816
Si  27.205  5.4523  9.4752
Si  29.9209  8.1727  9.4964
Si  27.2068  10.8945  9.4895
Si  29.9211  13.6173  9.4948
Si  1.3599  14.9766  10.8722
Si  4.0779  1.366  10.8935
Si  1.3573  4.0955  10.8738
Si  4.0796  6.8083  10.8876
Si  1.3609  9.5288  10.8748
Si  4.0804  12.2441  10.8846
Si  6.7968  14.9558  10.9058
Si  9.5244  1.3496  10.9137
Si  6.8026  4.0757  10.911
Si  9.5207  6.7852  10.9077
Si  6.8037  9.5135  10.8956
Si  9.522  12.2257  10.9079
Si  12.2442  14.9437  10.9006
Si  14.956  1.3444  10.8861
Si  12.2389  4.0664  10.9039
Si  14.9554  6.7812  10.9053
Si  12.2342  9.5045  10.9133
Si  14.9638  12.2223  10.8976
Si  17.679  14.9519  10.8755
Si  20.3999  1.3534  10.8626
Si  17.6766  4.0652  10.8782
Si  20.3951  6.79  10.8563
Si  17.6765  9.5074  10.8839
Si  20.3989  12.2349  10.8692
Si  23.1234  14.9657  10.8606
Si  25.8392  1.3723  10.8441
Si  23.1166  4.0828  10.8478
Si  25.8446  6.8053  10.8407
Si  23.1248  9.5199  10.8487
Si  25.8448  12.2519  10.847
Si  28.5594  14.9773  10.8463
Si  31.2764  1.3797  10.854
Si  28.5621  4.0949  10.8446
Si  31.2834  6.8128  10.8587
Si  28.5629  9.5321  10.8529
Si  31.2808  12.2559  10.8602
Si  2.72  16.3243  12.2454
Si  5.4398  2.7174  12.2613
Si  2.7238  5.4443  12.2409
Si  5.4423  8.1606  12.2545
Si  2.7233  10.8834  12.2393
Si  5.4361  13.5969  12.2576
Si  8.157  16.3152  12.2668
Si  10.8801  2.7146  12.2704
Si  8.1604  5.4358  12.2715
Si  10.8706  8.1499  12.2707
Si  8.1565  10.8719  12.264
Si  10.8775  13.5926  12.2629
Si  13.5967  16.3129  12.2561
Si  16.3116  2.7108  12.2399
Si  13.5913  5.4289  12.264
Si  16.3138  8.1526  12.25
Si  13.5935  10.8728  12.2603
Si  16.3188  13.5955  12.2441
Si  19.0377  16.3161  12.226
Si  21.7585  2.7209  12.2108
Si  19.0341  5.4358  12.2249
Si  21.758  8.1589  12.2069
Si  19.0352  10.8774  12.2324
Si  21.7614  13.5993  12.2179
Si  24.4854  16.3277  12.2096
Si  27.2057  2.7274  12.2014
Si  24.4821  5.4445  12.1994
Si  27.2045  8.1631  12.2046
Si  24.4842  10.8836  12.204
Si  27.207  13.6082  12.2051
Si  29.9255  16.3285  12.2087
Si  0.0014  2.7274  12.2249
Si  29.9261  5.4456  12.2119
Si  0.0051  8.1644  12.2268
Si  29.9271  10.8869  12.2137
Si  0.0049  13.6092  12.2238
Si  1.3625  1.3711  13.5956
Si  4.0825  4.0873  13.6106
Si  1.3683  6.8098  13.5928
Si  4.086  9.5292  13.6058
Si  1.3658  12.2509  13.5897
Si  4.0803  14.9661  13.6103
Si  6.8001  1.3602  13.6247
Si  9.5216  4.0785  13.6311
Si  6.8005  6.8039  13.6236
Si  9.5099  9.5136  13.629
Si  6.7972  12.2393  13.6196
Si  9.5182  14.9562  13.6246
Si  12.2403  1.3539  13.6249
Si  14.9536  4.0666  13.6108
Si  12.2308  6.7901  13.625
Si  14.9495  9.5096  13.6135
Si  12.2311  12.2316  13.6225
Si  14.955  14.9519  13.6099
Si  17.6717  1.3488  13.5891
Si  20.3939  4.0727  13.5739
Si  17.6743  6.7875  13.5966
Si  20.3975  9.5119  13.5784
Si  17.6732  12.2333  13.5986
Si  20.3955  14.9534  13.5788
Si  23.1185  1.3608  13.5655
Si  25.8431  4.0839  13.5564
Si  23.1207  6.8  13.5608
Si  25.8443  9.5213  13.5615
Si  23.1205  12.2337  13.5695
Si  25.844  14.9606  13.564
Si  28.5658  1.3649  13.5634
Si  31.2855  4.0877  13.5798
Si  28.5666  6.8048  13.5668
Si  31.2877  9.5288  13.5775
Si  28.5684  12.2485  13.566
Si  31.2879  14.9719  13.5757
Si  0.0097  16.3205  14.948
Si  2.7243  2.7254  14.9649
Si  0.0122  5.4424  14.942
Si  2.7295  8.1671  14.9584
Si  0.0097  10.8852  14.9412
Si  2.7232  13.6031  14.9638
Si  5.4385  16.3213  14.98
Si  8.159  2.7218  14.987
Si  5.4417  5.4436  14.9789
Si  8.1524  8.1612  14.9972
Si  5.4388  10.8829  14.9816
Si  8.1535  13.6005  14.983
Si  10.8741  16.3209  14.9857
Si  13.5952  2.7189  14.9847
Si  10.8748  5.4405  14.9972
Si  13.5858  8.155  14.9788
Si  10.8658  10.8779  14.986
Si  13.5886  13.599  14.9731
Si  16.3119  16.3199  14.9623
Si  19.0294  2.7156  14.9356
Si  16.3112  5.4316  14.962
Si  19.034  8.1553  14.9428
Si  16.3057  10.8787  14.9617
Si  19.0305  13.6023  14.9467
Si  21.7575  16.3192  14.9242
Si  24.4832  2.7217  14.9126
Si  21.7582  5.4378  14.9169
Si  24.4828  8.1585  14.9181
Si  21.7563  10.8767  14.9323
Si  24.4842  13.595  14.9199
Si  27.2107  16.316  14.9175
Si  29.9311  2.7139  14.9285
Si  27.2067  5.4365  14.9173
Si  29.9316  8.1608  14.928
Si  27.2099  10.8799  14.9158
Si  29.933  13.6033  14.9266
Si  1.3676  14.9643  16.3205
Si  4.082  1.3687  16.3345
Si  1.3684  4.0913  16.318
Si  4.0843  6.8125  16.3304
Si  1.3748  9.5362  16.308
Si  4.0808  12.2506  16.3356
Si  6.7969  14.9634  16.3454
Si  9.5175  1.365  16.3504
Si  6.8026  4.0876  16.345
Si  9.5155  6.8042  16.3604
Si  6.7916  9.5271  16.3552
Si  9.5064  12.2419  16.3483
Si  12.2339  14.9598  16.3413
Si  14.96  1.3599  16.3364
Si  12.2379  4.0801  16.3537
Si  14.9461  6.7873  16.3258
Si  12.2199  9.5121  16.3422
Si  14.9418  12.2356  16.328
Si  17.6689  14.9584  16.3155
Si  20.389  1.3521  16.2822
Si  17.67  4.0631  16.3101
Si  20.3969  6.7856  16.2848
Si  17.6652  9.5093  16.3052
Si  20.3901  12.2361  16.2919
Si  23.1185  14.954  16.2718
Si  25.8436  1.3553  16.2609
Si  23.1186  4.0769  16.2673
Si  25.8446  6.7937  16.2713
Si  23.1205  9.5119  16.2807
Si  25.8491  12.2337  16.2731
Si  28.574  14.9595  16.2806
Si  -1.3489  1.3597  16.3002
Si  28.5667  4.072  16.2742
Si  -1.3418  6.8074  16.2909
Si  28.5723  9.5242  16.2768
Si  -1.347  12.2481  16.2931
Si  2.7282  16.32  17.6894
Si  5.4414  2.7292  17.7003
Si  2.7241  5.4564  17.6852
Si  5.4262  8.1702  17.7138
Si  2.7167  10.8958  17.6921
Si  5.4398  13.6024  17.708
Si  8.1495  16.3311  17.7074
Si  10.8739  2.7271  17.7166
Si  8.1536  5.4468  17.7195
Si  10.8701  8.1649  17.7298
Si  8.1484  10.8889  17.7206
Si  10.8642  13.609  17.7021
Si  13.5951  16.3253  17.6952
Si  16.3183  2.7193  17.7006
Si  13.5992  5.4402  17.7146
Si  16.3047  8.1504  17.6711
Si  13.5741  10.8798  17.6898
Si  16.2982  13.6053  17.6765
Si  19.0292  16.3305  17.6616
Si  21.7528  2.7179  17.6187
Si  19.0381  5.4249  17.6469
Si  21.7626  8.1405  17.6333
Si  19.0222  10.8781  17.6491
Si  21.7475  13.6106  17.6355
Si  24.4862  16.3145  17.6148
Si  27.2097  2.6976  17.6217
Si  24.4836  5.4264  17.6235
Si  27.2122  8.1547  17.6195
Si  24.4851  10.8763  17.6285
Si  27.2182  13.5874  17.6263
Si  29.9375  16.3058  17.651
Si  0.0145  2.7165  17.664
Si  29.9386  5.4276  17.6231
Si  0.022  8.1683  17.6539
Si  29.9359  10.8802  17.6392
Si  0.0094  13.5955  17.6719
Si  1.3663  17.6798  19.0399
Si  4.087  4.1045  19.048
Si  1.3744  6.8294  19.0409
Si  4.061  9.5403  19.0671
Si  1.3592  12.2509  19.0601
Si  4.0855  14.9677  19.0657
Si  6.7896  17.6883  19.0738
Si  9.512  4.086  19.0841
Si  6.791  6.8145  19.0761
Si  9.5031  9.5326  19.0903
Si  6.7875  12.2477  19.0881
Si  9.5125  14.9783  19.066
Si  12.2438  17.6851  19.0651
Si  14.964  4.0799  19.0752
Si  12.2401  6.8004  19.0839
Si  14.9349  9.5078  19.0292
Si  12.2129  12.2392  19.0569
Si  14.953  14.9708  19.055
Si  17.6883  17.6821  19.0552
Si  20.3997  4.0612  18.9959
Si  17.6677  6.7703  19.0044
Si  20.3843  9.4948  18.9739
Si  17.6584  12.2364  19.0149
Si  20.3916  14.9722  19.0072
Si  23.1102  17.6697  18.9552
Si  25.8419  4.0495  18.9646
Si  23.1213  6.7729  18.9893
Si  25.8468  9.5041  18.9751
Si  23.1183  12.2492  18.9677
Si  25.8601  14.9602  18.9603
Si  28.5683  17.663  18.9907
Si  -1.3528  4.0778  19.0036
Si  28.5884  6.7963  18.9612
Si  -1.3299  9.5362  18.9981
Si  28.5779  12.2334  18.996
Si  -1.3489  14.9484  19.0272
Si  0.0071  16.3086  20.392
Si  2.738  2.727  20.3868
Si  0.0024  5.4506  20.3569
Si  2.692  8.2074  20.4428
Si  -0.0068  10.8843  20.4129
Si  2.7166  13.618  20.4239
Si  5.4388  16.3248  20.4428
Si  8.142  2.7285  20.4415
Si  5.4246  5.4654  20.4367
Si  8.1311  8.1811  20.4523
Si  5.4168  10.8836  20.4466
Si  8.153  13.6267  20.4316
Si  10.8704  16.3435  20.4253
Si  13.5986  2.7214  20.4354
Si  10.8723  5.4483  20.4475
Si  13.6114  8.1596  20.4384
Si  10.8587  10.9008  20.4519
Si  13.5707  13.611  20.395
Si  16.3255  16.3258  20.419
Si  19.0614  2.731  20.4041
Si  16.3505  5.4288  20.4257
Si  19.0332  8.1237  20.334
Si  16.294  10.8682  20.3666
Si  19.0133  13.6187  20.3527
Si  21.7454  16.3603  20.3475
Si  24.4789  2.6761  20.3107
Si  21.7695  5.3973  20.3481
Si  24.4934  8.1319  20.3285
Si  21.7468  10.8717  20.2908
Si  24.4726  13.6354  20.3032
Si  27.2324  16.276  20.3441
Si  29.9303  2.699  20.346
Si  27.2296  5.4112  20.2795
Si  29.9637  8.147  20.3138
Si  27.2102  10.8612  20.3257
Si  29.9378  13.5739  20.3812
O  -0.0657  17.6169  30.4242
O  1.3305  14.9939  28.6635
O  0.8156  6.1839  35.4257
O  5.1398  2.5476  27.7364
O  0.7282  17.5823  35.7379
O  28.7577  17.0951  35.4424
O  -1.7294  18.0905  28.501
O  24.5216  8.8201  32.7794
O  -0.1235  8.182  27.3267
O  2.5418  11.9628  31.2176
O  10.3468  11.8077  32.5889
O  10.805  10.2146  34.6735
O  7.5535  6.6283  30.4065
O  6.9607  4.5132  34.1589
O  10.239  7.1883  30.882
O  10.9772  8.2684  27.4981
O  12.9266  4.4468  28.3484
O  8.8309  10.9525  28.1647
O  15.307  18.1537  28.4678
O  10.9701  2.8546  27.5724
O  9.2655  17.558  28.6124
O  13.0393  8.6495  35.1323
O  16.3035  8.1253  27.6406
O  16.3181  13.5303  27.4737
O  17.9132  7.6154  31.0802
O  19.3052  16.0642  30.5336
O  11.6427  17.5385  32.8066
O  18.9754  5.6064  27.6822
O  24.2553  10.6444  27.412
O  12.3696  4.4836  33.113
O  18.1844  9.5097  28.7414
O  24.477  16.203  27.4845
O  20.1018  16.669  28.1655
O  -1.2843  6.311  28.5951
O  24.8396  5.8195  27.6137
O  28.2472  12.3404  29.5392
O  29.7536  16.1358  27.4063
O  24.2991  8.3829  37.9387
O  1.6756  3.955  34.4734
O  -0.5832  13.4431  27.8251
O  26.8607  7.8959  27.5315
O  -2.2381  11.4238  28.3119
O  -1.1201  7.0622  33.929
O  9.5553  17.8616  37.3137
O  2.3423  8.3722  38.1973
O  8.5084  6.593  34.8328
O  -0.0408  11.2097  34.9882
O  3.5453  4.2474  30.1224
O  0.4622  12.4526  32.758
O  10.8794  9.3351  32.2193
O  4.2971  10.9374  35.294
O  10.8577  3.8107  37.2136
O  25.4809  10.7469  31.3813
O  16.708  10.1893  37.3479
O  13.0566  19.0311  38.1294
O  26.5628  6.4169  32.3822
O  22.9374  14.6014  37.2002
O  22.1574  17.819  34.9361
O  23.2947  4.0623  28.7636
O  9.3382  6.2704  37.3025
O  17.5166  3.9476  28.8024
O  18.7098  13.5691  38.1467
O  28.0863  5.0248  37.2635
O  16.8734  3.9822  37.0361
O  5.0608  12.6751  30.8706
O  0.4022  13.0562  30.2105
O  15.0469  17.2205  37.6449
O  28.9197  4.7422  28.4206
O  1.435  7.4188  33.1536
O  7.0149  15.4187  28.8394
O  21.0452  6.768  28.6028
O  20.815  9.9556  29.4112
O  18.468  3.2791  35.2257
O  6.0268  9.3929  32.5504
O  24.5081  14.311  35.0298
O  -0.6019  5.7357  38.1912
O  21.2982  16.5315  38.0544
O  12.1423  16.1058  34.9744
O  8.4654  12.9066  37.3913
O  17.9159  12.2985  32.9766
O  26.8434  15.4407  34.8348
O  28.4418  17.6337  32.8782
O  28.0972  15.1796  31.9314
O  -1.5183  17.7519  37.1043
O  -2.4435  8.8494  32.5813
O  7.2956  13.9638  31.0755
O  -1.5178  13.2186  36.9508
O  9.9971  13.2661  28.3141
O  4.0104  7.5717  32.4209
O  19.3334  13.6502  34.7411
O  11.3338  15.5236  37.426
O  19.8071  18.5914  37.3216
O  3.6936  4.5639  32.7853
O  23.1217  12.3226  35.7672
O  4.8437  8.4985  34.7372
O  6.0769  6.2905  35.8343
O  27.7645  14.4914  28.1801
O  19.188  6.1308  32.8943
O  3.5659  18.5916  34.0157
O  16.7579  15.192  37.2321
O  6.8785  16.5737  31.2877
O  17.2938  5.0365  31.3092
O  10.2203  11.1753  38.2501
O  4.0415  4.5895  35.3942
O  24.3172  2.9414  34.7804
O  7.7438  13.7022  35.0376
O  5.6285  9.569  37.1408
O  25.1111  13.119  37.2878
O  25.5028  17.9249  36.9066
O  26.6035  12.8418  32.6114
O  14.1853  6.7315  28.5084
O  29.2571  13.981  38.4136
O  7.6522  8.231  38.0837
O  20.818  11.485  38.1151
O  5.4636  13.6776  27.7423
O  -3.1941  3.0417  38.1891
O  3.6474  11.9994  37.5004
O  13.6204  18.1813  34.4232
O  17.7914  17.5266  28.9157
O  11.6033  6.9691  33.1028
O  -1.4731  3.7977  32.7182
O  8.5776  10.0059  33.1307
O  20.9331  14.0384  29.95
O  13.1938  13.8239  38.1963
O  20.3968  6.856  37.4357
O  28.5011  9.5061  37.2419
O  2.1847  13.8767  38.4182
O  12.9321  9.8129  28.2725
O  25.7686  4.11  36.5437
O  5.9693  12.5322  36.5444
O  15.6418  16.629  35.2368
O  22.0504  4.8357  37.1291
O  21.2536  15.4832  34.3512
O  26.6761  11.1918  38.1496
O  27.8974  8.4357  31.3502
O  9.2626  18.2199  31.1898
O  -1.1269  15.6304  35.6637
O  19.5839  5.7514  30.3928
O  16.7376  14.1368  34.2638
O  18.1506  14.9653  28.4459
O  1.1924  13.4998  35.1154
O  5.2434  16.7544  33.2556
O  2.8226  17.7842  37.3929
O  3.4373  12.5761  28.8347
O  15.5986  7.5772  35.5309
O  3.0236  14.4878  30.7837
O  20.6396  5.9883  35.0687
O  29.5725  10.4399  30.6578
O  15.9953  16.3976  30.4021
O  26.6636  8.1375  34.3169
O  13.564  16.4887  31.33
O  6.7825  10.2754  34.8989
O  9.6569  15.4098  35.4121
O  9.2094  6.7358  28.5326
O  12.8221  8.1918  31.1222
O  -0.8542  4.1125  35.2437
O  27.5854  15.6718  37.3424
O  15.641  5.8043  38.2046
O  2.5963  15.7347  35.6953
O  12.1138  14.6671  28.6875
O  -2.4002  7.5145  37.4212
O  8.2805  4.1468  30.471
O  8.7763  3.1993  35.4648
O  27.0051  5.6487  34.9194
O  28.8929  6.7425  33.525
O  17.5159  17.6151  36.7526
O  23.2627  14.3223  28.7194
O  7.6979  15.9044  33.7116
O  7.2978  18.3929  33.379
O  -1.3442  17.9874  34.389
O  22.3556  9.702  37.0102
O  29.3082  4.6882  31.0494
O  1.7325  5.1265  28.4416
O  5.5841  4.3806  37.4735
O  -1.0908  6.0033  31.227
O  29.1749  14.484  35.5692
O  15.3868  8.5042  30.975
O  13.028  5.424  30.7206
O  12.1149  12.0833  29.2234
O  26.063  17.6343  28.828
O  28.0645  2.3933  27.8512
O  15.1848  12.2477  33.0976
O  22.3232  8.5409  27.4168
O  11.1206  18.475  35.2077
O  -2.1529  16.442  31.6693
O  26.3675  14.0652  30.3336
O  19.3372  11.6692  28.1305
O  -1.5392  9.9187  36.7583
O  21.6784  12.9772  33.6785
O  10.8024  13.6889  30.7994
O  18.4291  8.4302  38.1685
O  14.6218  11.8429  28.4386
O  16.3971  7.4054  33.1249
O  15.3506  10.5669  35.1398
O  14.1636  9.7606  32.9299
O  0.3819  8.7159  35.2688
O  22.7076  7.2023  36.174
O  24.4193  9.057  35.3965
O  15.2435  4.728  29.67
O  1.0742  4.1463  37.0787
O  0.8529  15.9677  37.6649
O  22.458  11.9314  29.9902
O  28.3062  17.3208  30.2824
O  15.5464  17.3487  32.8156
O  27.2488  3.4522  30.0441
O  2.2495  6.3503  30.8297
O  3.8486  13.5303  35.2924
O  13.069  11.6698  34.4769
O  29.6528  8.5937  35.103
O  24.5763  16.783  34.4331
O  19.5336  10.4416  33.3203
O  22.0436  10.4637  34.2986
O  10.8796  5.5208  35.1277
O  25.5219  15.1501  32.6424
O  18.8653  11.1087  30.7606
O  13.7164  7.3377  37.2801
O  7.4831  11.455  30.3831
O  7.6071  19.2399  38.3119
O  13.0316  2.7636  31.2022
O  6.5612  4.6812  28.6687
O  17.1859  9.8366  32.3311
O  13.4472  6.1273  34.8752
O  6.7439  11.9301  32.7669
O  5.8332  4.8178  31.2079
O  10.8158  4.0717  30.9739
O  14.1307  14.0707  34.5991
O  3.848  6.5157  28.7035
O  16.8179  5.3672  34.7617
O  27.3481  6.1453  29.9556
O  10.5492  7.989  35.8476
O  15.104  12.2381  37.1865
O  0.6089  2.8159  28.2684
O  28.2953  9.8594  28.4983
O  0.2987  10.5773  30.8971
O  21.5525  12.9292  27.6651
O  4.6787  2.4381  31.6396
O  23.7418  3.002  38.1224
O  19.5133  17.228  35.0836
O  18.3419  7.4837  34.9154
O  11.3879  17.1843  30.188
O  13.8091  10.6141  30.5736
O  11.6663  13.6434  35.6028
O  4.9141  16.4824  38.2112
O  15.2289  14.7269  32.2286
O  3.9268  6.4502  37.2999
O  13.6637  16.3628  27.5821
O  5.3882  8.0368  27.3503
O  0.6118  15.5689  31.7683
O  9.1303  15.7242  30.3777
O  9.1889  3.8186  32.9675
O  30.0663  7.9089  30.1047
O  16.436  2.6352  30.6981
O  2.8909  16.8825  32.0092
O  8.6556  9.026  29.9545
O  -1.0255  15.1905  29.76
O  1.4904  9.7261  28.6677
O  23.2842  18.0392  32.5515
O  12.123  13.6747  33.0176
O  20.7229  17.6897  32.782
O  17.4052  12.0759  35.6788
O  21.5717  10.0602  31.8468
O  6.7571  14.8915  37.2606
O  20.0476  14.4641  32.3361
O  0.0225  8.0854  30.14
O  26.0533  10.6134  33.9617
O  20.6848  4.0642  28.8607
O  23.4307  9.4928  30.2778
O  21.9494  18.4112  27.8216
O  25.9573  12.4844  28.3065
O  15.9303  2.9159  34.7303
O  21.8896  16.1462  31.1483
O  11.9653  9.7952  37.0966
O  29.312  3.2357  34.5121
O  6.3973  6.9258  33.3141
O  -1.3471  13.3983  34.3764
O  0.9077  10.3396  37.3046
O  2.2762  8.9197  31.0972
O  25.5485  8.0812  30.4952
O  26.0183  6.6214  37.208
O  26.8591  18.7405  34.7392
O  24.0295  12.0099  33.2212
O  6.563  9.8231  28.6258
O  -1.0543  3.6859  30.1396
O  3.0075  16.7335  27.6812
O  2.5866  14.6511  33.2909
O  9.5314  14.2011  33.0741
O  21.901  2.4172  30.4832
O  20.7004  8.2054  33.7062

Results
total energy: -218732.116 eV
total energy less fixed offsets of O -438.35, Si -107.03 eV per atom: -13.396 eV

Forces (eV/angstrom), in the order of the atoms: element, x, y, z
Si  0.2014  -0.2473  0.7779
Si  0.1863  -0.2146  0.724
Si  -0.0357  0.2066  0.7201
Si  -0.2454  0.0706  0.6945
Si  0.327  -0.506  0.5615
Si  -0.2174  0.0265  0.7412
Si  -0.0651  0.2731  0.7352
Si  -0.0247  0.2075  0.7353
Si  0.1374  -0.1663  0.7671
Si  -0.0352  0.2501  0.6976
Si  0.2455  -0.0279  0.7973
Si  0.1342  -0.2404  0.7681
Si  0.0585  -0.2966  0.6887
Si  -0.0365  0.32  0.6922
Si  0.1593  -0.0265  0.6869
Si  0.198  -0.2817  0.8157
Si  -0.1708  0.1237  0.8253
Si  -0.0555  0.0471  0.7369
Si  0.0401  0.0063  0.6898
Si  0.3582  -0.1602  0.773
Si  -0.1407  0.1662  0.7625
Si  -0.125  0.1272  0.7887
Si  0.0829  -0.2527  0.7185
Si  -0.0296  0.1886  0.7079
Si  -0.2241  -0.0513  0.7424
Si  -0.1256  0.2748  0.6857
Si  0.0261  -0.1171  0.8304
Si  0.1945  -0.1034  0.7553
Si  -0.031  0.0105  0.4581
Si  0.1646  -0.0931  0.7089
Si  0.2843  -0.2954  0.6606
Si  -0.3321  0.0866  0.6908
Si  0.1055  -0.2276  0.6772
Si  0.1774  -0.1243  0.7875
Si  -0.2237  0.0027  0.7106
Si  -0.1911  0.2514  0.6658
Si  -0.0189  0.0173  -0.0588
Si  -0.0126  -0.0148  -0.0552
Si  0.006  0.0247  -0.032
Si  -0.0278  -0.0209  -0.0298
Si  -0.0055  -0.0579  -0.0761
Si  0.0462  0.0554  -0.0146
Si  -0.0385  -0.0326  -0.0327
Si  0.0114  -0.0185  -0.0542
Si  -0.0399  0.0292  -0.0489
Si  -0.0187  -0.0323  -0.039
Si  0.0189  0.0241  -0.0614
Si  0.0079  0.0271  -0.0586
Si  -0.0178  0.0051  -0.0243
Si  -0.0346  -0.0468  -0.0485
Si  -0.0311  0.0398  -0.0697
Si  0.0184  0.0288  -0.085
Si  0.0012  0.0064  -0.0512
Si  -0.0036  -0.0065  -0.0367
Si  0.0422  -0.0329  -0.0378
Si  -0.0433  -0.0223  -0.07
Si  0.0194  -0.0284  -0.0675
Si  0.0023  -0.0089  -0.0457
Si  -0.0167  0.0433  -0.0552
Si  0.0011  0.055  -0.0687
Si  0.021  0.0333  -0.0355
Si  0.0103  -0.0207  -0.0305
Si  0.0379  -0.0016  -0.0298
Si  0.0591  -0.0693  -0.0193
Si  0.0079  0.0164  -0.0421
Si  -0.0252  0.0354  -0.0722
Si  -0.0069  -0.0097  -0.0462
Si  0.0133  -0.0129  -0.006
Si  -0.0286  0.0462  -0.0427
Si  0.0255  0.0629  -0.0181
Si  -0.015  -0.0423  -0.0334
Si  0.0123  0.0038  -0.0735
Si  0.0461  -0.017  0.0236
Si  -0.018  -0.01  0.0305
Si  -0.008  0.0048  -0.0115
Si  0.028  0.0637  0.0113
Si  -0.0232  -0.0011  0.0264
Si  -0.0453  0.0069  0.0074
Si  0.0303  0.0378  -0.0145
Si  0.0136  -0.0093  0.0175
Si  0.0043  -0.0373  0.03
Si  0.0153  0.0104  0.0081
Si  0.0355  -0.0532  0.0168
Si  0.007  -0.0197  0.0303
Si  -0.022  0.0092  0.0296
Si  0.0147  0.0057  -0.0244
Si  0.0152  0.0065  0.0451
Si  0.0007  -0.033  0.0621
Si  -0.0078  -0.0022  -0.0014
Si  0.0174  -0.0232  0.0237
Si  0.0014  0.0194  0.0198
Si  0.0207  0.0029  0.0574
Si  0.0014  0.0208  0.002
Si  -0.0024  0.0038  0.0355
Si  -0.0032  -0.0194  0.0306
Si  0.0101  -0.0176  -0.0204
Si  -0.0037  0.0481  -0.0037
Si  -0.013  -0.0041  -0.0018
Si  -0.0117  -0.0162  0.0391
Si  -0.0152  -0.0191  -0.0079
Si  -0.0186  -0.0002  0.0218
Si  0.0111  -0.0461  0.045
Si  -0.0007  0.0183  0.0233
Si  -0.0344  -0.0189  -0.0041
Si  0.0335  0.043  0.0402
Si  0.0155  -0.0201  0.0403
Si  -0.0276  0.0158  0.0043
Si  -0.0099  0.0208  0.0426
Si  0.0169  0.0079  -0.0323
Si  0.0073  -0.0108  -0.0169
Si  0.0455  0.0148  0.0007
Si  -0.0199  0.0042  0.0086
Si  0.0048  -0.0172  -0.009
Si  0.0001  -0.001  0.0025
Si  -0.0016  -0.0179  0.0001
Si  0.0022  0.0003  -0.0054
Si  -0.0187  -0.0049  -0.0312
Si  0.0014  -0.01  -0.0067
Si  0.0148  -0.0019  -0.0305
Si  0.0245  -0.0148  -0.0018
Si  -0.0278  0.0006  -0.0347
Si  -0.0186  0.0001  -0.0055
Si  -0.0016  0.0291  -0.0229
Si  0.0049  -0.0019  -0.0437
Si  -0.0189  0.0035  -0.0246
Si  0.0147  -0.0001  0.0134
Si  -0.0085  0.027  -0.0066
Si  -0.0022  0.0158  -0.0177
Si  0.0101  -0.0201  -0.0124
Si  0.0066  -0.016  -0.0022
Si  -0.0204  0.0046  -0.0244
Si  -0.0009  0.0062  -0.0044
Si  -0.0208  -0.0137  0.0064
Si  0.0232  -0.0045  -0.0087
Si  -0.0346  -0.0002  -0.0204
Si  0.0093  -0.005  -0.0156
Si  0.0118  0.0272  -0.0296
Si  0.0108  0.0119  -0.0343
Si  0.0127  -0.0264  -0.012
Si  -0.0232  -0.0251  0.005
Si  0.0029  0.0348  -0.0088
Si  -0.0219  -0.0194  -0.0584
Si  -0.0182  0.0048  0.0124
Si  0.0322  0.0034  -0.0082
Si  -0.0181  0.02  0.0214
Si  0.0125  0.0121  -0.0051
Si  -0.0081  0.0138  -0.0083
Si  0.0207  0.0311  0.0001
Si  0.0103  -0.0036  0.0329
Si  0.0076  -0.0078  0.0076
Si  0.0009  0.004  0.0001
Si  0.0232  -0.0025  0.0075
Si  -0.0002  0.0015  0.0075
Si  -0.0001  0.0036  0.0042
Si  -0.0061  -0.037  0.0085
Si  0.0011  0.011  0.0034
Si  0.0072  -0.022  0.0026
Si  0.0141  -0.0014  0.0124
Si  -0.011  -0.0044  0.0062
Si  0.0131  0.0134  0.0024
Si  -0.0093  -0.0124  0.003
Si  -0.0006  -0.0144  -0.0025
Si  -0.0025  -0.0043  0.0155
Si  0.0082  0.0064  0.0186
Si  0.0131  0.0012  0.0184
Si  -0.0073  0.006  0.0073
Si  -0.0004  -0.0143  -0.0008
Si  -0.0063  -0.0126  -0.0089
Si  0.0052  0.0173  0.0082
Si  -0.0079  -0.0127  -0.0066
Si  -0.0093  0.008  0.0209
Si  -0.0219  0.0051  -0.0259
Si  -0.0038  0.0007  -0.0168
Si  -0.0006  0.0195  0.0065
Si  -0.022  0.0052  0.022
Si  -0.0213  -0.0161  0.0067
Si  -0.0139  0.0056  0.0066
Si  0.0218  0.0221  0.01
Si  0.0237  -0.0105  0.0174
Si  -0.0112  0.004  0.0275
Si  -0.0062  -0.0117  0.047
Si  0.0034  -0.0128  0.0283
Si  -0.0293  0.0002  0.0029
Si  0.0098  0.0008  0.0543
Si  -0.0229  0.02  -0.0155
Si  0.0098  0.0052  -0.0082
Si  -0.0208  -0.0305  0.0206
Si  -0.0158  -0.0009  0.0298
Si  0.0069  0.0072  0.0218
Si  0.0096  0.0375  0.0229
Si  0.0022  0.0148  0.0162
Si  -0.0044  0.039  0.0042
Si  -0.0088  0.0113  0.0093
Si  0.0032  -0.02  -0.0185
Si  -0.0085  -0.0027  -0.0026
Si  0.0408  -0.0186  0.0626
Si  0.0169  -0.003  0.0174
Si  0.0207  0.0173  0.0263
Si  -0.0238  -0.0086  -0.0317
Si  -0.0081  -0.0078  0.0112
Si  -0.0087  -0.0147  0.0054
Si  -0.0289  -0.0047  0.018
Si  0.0156  0.0312  -0.0279
Si  0.0075  -0.0184  -0.0233
Si  -0.0129  0.0303  0.0707
Si  0.0046  0.0028  -0.047
Si  0.0378  -0.0283  0.0113
Si  -0.0019  -0.0231  0.0332
Si  -0.042  -0.021  0.0263
Si  -0.0234  -0.001  0.0007
Si  0.0713  0.0196  0.0616
Si  0.0366  -0.0019  -0.0297
Si  -0.0439  -0.0054  -0.0238
Si  -0.0438  -0.0079  0.0397
Si  0.0074  -0.0366  0.0308
Si  0.0216  0.0118  -0.0012
Si  -0.0032  -0.0154  -0.0287
Si  0.0203  0.0088  -0.0404
Si  0.0278  -0.035  -0.0495
Si  0.0029  -0.0304  -0.0466
Si  0.0145  -0.008  0.016
Si  0.0033  -0.0104  -0.01
Si  0.0114  0.0297  -0.0095
Si  0.0248  -0.0432  -0.0127
Si  -0.018  0.0068  -0.0225
Si  0.0198  -0.0054  -0.0237
Si  0.0057  -0.0176  -0.0015
Si  0.0159  -0.0054  -0.0034
Si  -0.0266  -0.0288  -0.0475
Si  -0.0175  0.009  -0.0036
Si  -0.0307  -0.0136  -0.0198
Si  0.0163  0.0481  -0.0343
Si  0.0294  -0.0043  -0.0219
Si  -0.0022  -0.0185  -0.0516
Si  0.0244  0.0309  -0.0009
Si  0.0123  0.0242  -0.0142
Si  -0.0362  0.0528  -0.0474
Si  -0.0483  -0.0387  -0.0422
Si  -0.0075  -0.0254  -0.0511
Si  -0.0053  0.0203  -0.0185
Si  0.0436  -0.0111  -0.0327
Si  -0.0533  0.0006  -0.0337
Si  -0.0498  -0.0264  -0.0657
Si  0.0016  0.067  -0.0678
Si  0.0328  -0.0018  -0.0634
Si  0.0138  -0.0057  -0.0122
Si  -0.0373  0.0151  -0.0509
Si  0.0085  0.0141  -0.0395
Si  0.0467  0.0267  -0.0185
Si  0.0134  -0.0135  -0.0427
Si  -0.0234  -0.0167  0.0119
Si  -0.0604  0.0426  0.0072
Si  -0.0605  -0.01  -0.0091
Si  -0.0668  -0.0298  0.0799
Si  0.0151  -0.0227  0.0766
Si  0.0236  0.0025  0.0139
Si  -0.0073  -0.0173  0.0463
Si  -0.0315  -0.0387  0.0414
Si  -0.0013  -0.0416  0.041
Si  -0.0165  0.0286  0.0506
Si  0.033  0.0649  0.0251
Si  -0.0276  0.0178  0.0216
Si  -0.024  0.0818  0.0049
Si  0.0069  0.0438  0.0703
Si  0.0295  -0.0126  0.0509
Si  0.01  0.0088  0.0492
Si  -0.0128  0.0039  0.0554
Si  0.018  -0.0031  0.0336
Si  -0.0242  -0.0083  0.053
Si  0.02  0.0086  0.0509
Si  0.0054  -0.0089  0.0498
Si  -0.0346  -0.0025  0.0881
Si  0.0685  0.0499  0.065
Si  -0.0261  -0.0774  0.0503
Si  -0.0014  -0.0194  0.0454
Si  -0.075  0.0138  0.0661
Si  0.1088  -0.0229  0.0182
Si  -0.0415  -0.0836  0.0333
Si  -0.0342  -0.0565  0.0865
Si  0.027  -0.014  0.0617
Si  0.009  0.0481  0.0558
Si  -0.0124  0.0262  0.0353
Si  -0.0563  0.0279  0.0341
Si  0.0089  -0.0328  0.0731
Si  0.0149  -0.0014  0.0618
Si  0.0442  0.0117  0.034
Si  0.0166  0.0029  0.0687
Si  0.0214  0.0169  0.014
Si  -0.1451  -0.0588  -0.7441
Si  0.0531  0.0154  -0.4488
Si  0.0299  0.0571  -0.6918
Si  -0.3804  -0.2629  -0.6647
Si  0.2891  0.2716  -0.6064
Si  -0.1868  -0.3324  -0.6461
Si  0.2942  0.1798  -0.7094
Si  -0.1225  -0.1646  -0.8126
Si  0.2165  -0.0017  -0.6635
Si  -0.1128  -0.1833  -0.7482
Si  0.357  0.2852  -0.744
Si  0.0399  0.0483  -0.7086
Si  -0.2688  -0.2412  -0.8193
Si  0.2002  0.1198  -0.7553
Si  0.0161  0.1561  -0.7804
Si  -0.0431  -0.2308  -0.6704
Si  0.0395  0.2281  -0.7381
Si  -0.2139  -0.2003  -0.8108
Si  0.144  0.2644  -0.7904
Si  -0.1936  0.1422  -0.6881
Si  -0.2577  -0.2512  -0.7059
Si  -0.3551  -0.1655  -0.8
Si  0.2102  0.2912  -0.7788
Si  -0.0894  -0.1293  -0.6243
Si  -0.3451  -0.2663  -0.6655
Si  0.343  0.3986  -0.6968
Si  -0.2009  -0.2159  -0.6776
Si  -0.0123  -0.01  -0.5476
Si  0.0322  0.0388  -0.5398
Si  0.1436  0.0393  -0.7223
Si  -0.0562  -0.1727  -0.6625
Si  0.3558  0.0962  -0.707
Si  -0.0204  0.1843  -0.6531
Si  -0.3851  -0.1839  -0.635
Si  0.2458  0.0548  -0.7827
Si  -0.1212  -0.1537  -0.6381
Si  -0.0707  0.0142  -0.0261
Si  0.1146  -0.0845  0.087
Si  -0.0801  -0.0219  0.0965
Si  -0.0244  -0.0534  -0.1352
Si  0.173  0.1358  0.0016
Si  -0.1372  0.0164  -0.1684
Si  0.0996  0.0029  -0.0591
Si  0.0969  -0.0731  0.0133
Si  -0.0218  0.0691  -0.1391
Si  -0.1861  -0.0603  -0.1282
Si  0.0573  -0.1323  0.1256
Si  -0.0558  0.1533  0.0741
Si  0.0385  -0.018  0.274
Si  0.0388  0.0653  -0.0639
Si  -0.0575  0.1127  -0.1711
Si  -0.0642  -0.0146  0.0183
Si  -0.2152  -0.0128  0.0957
Si  -0.0275  -0.1411  0.1387
Si  -0.002  0.0172  -0.0119
Si  -0.0398  0.0836  0.1482
Si  0.0405  0.0736  -0.0508
Si  -0.0108  0.0611  0.0664
Si  -0.0669  0.03  -0.005
Si  0.0475  0.0873  0.1202
Si  0.0669  -0.0276  0.1435
Si  0.0081  0.0485  -0.0868
Si  -0.0253  -0.1145  -0.0856
Si  0.0364  0.1567  0.0485
Si  0.0027  -0.019  0.0995
Si  0.0868  0.0689  0.0908
Si  0.0254  -0.0546  -0.1093
Si  0.0439  -0.0733  -0.1874
Si  0.0553  -0.0328  -0.0853
Si  -0.0339  0.0083  -0.2532
Si  0.1725  0.0201  0.0102
Si  -0.0099  0.0373  -0.0258
Si  -0.0242  0.0817  -0.1008
Si  -0.1421  -0.0936  -0.082
Si  0.0269  0.0501  0.0223
Si  -0.0176  0.11  -0.0666
Si  0.0125  -0.0532  0.0305
Si  0.0449  -0.2156  0.0723
Si  -0.0516  0.0553  0.0664
Si  -0.0081  -0.0245  0.081
Si  -0.0247  0.1814  -0.0237
Si  -0.0613  0.1454  0.1129
Si  0.0647  -0.0335  -0.0266
Si  0.0203  -0.0147  0.0452
Si  -0.0604  0.0472  -0.0175
Si  -0.006  -0.0159  0.1369
Si  0.002  -0.0192  0.1181
Si  0.0622  -0.0435  -0.0008
Si  -0.0575  0.1906  0.0137
Si  0.0188  0.0636  -0.1831
Si  -0.0912  0.1837  -0.0588
Si  -0.0069  0.0763  0.0591
Si  -0.0125  0.0603  -0.1442
Si  -0.0673  0.1598  0.1421
Si  -0.0955  0.0533  -0.0101
Si  0.0822  -0.1059  0.0383
Si  0.1186  -0.0485  -0.0074
Si  -0.0118  0.0487  -0.1576
Si  -0.016  -0.1098  -0.0053
Si  0.023  -0.0493  0.0482
Si  0.01  0.1829  -0.0684
Si  -0.0907  -0.0584  0.0287
Si  -0.0532  0.036  -0.0621
Si  0.0156  0.1047  0.0375
Si  0.1773  -0.0284  0.0073
Si  -0.0264  -0.0359  0.1307
Si  0.091  0.0157  0.0482
Si  0.0854  -0.1078  0.0919
Si  0.1811  -0.0094  0.0639
Si  -0.0438  -0.063  0.0293
Si  -0.0065  -0.0106  -0.076
Si  -0.0188  -0.0221  -0.0216
Si  0.1712  0.0385  0.0416
Si  -0.0524  -0.0686  0.0819
Si  -0.0024  -0.0388  0.1049
Si  0.0167  -0.002  0.0624
Si  -0.0328  -0.0668  -0.0962
Si  0.1146  -0.0177  0.0256
Si  0.12  0.0897  -0.0032
Si  -0.0117  -0.0487  -0.0025
Si  0.0484  -0.0068  0.2282
Si  -0.01  -0.0666  0.0351
Si  0.0052  0.0628  -0.0783
Si  0.1387  0.0284  -0.0282
Si  0.1053  -0.0697  -0.1652
Si  -0.0869  -0.0107  0.015
Si  -0.0957  0.0233  0.0739
Si  -0.0271  -0.0871  0.0541
Si  0.0205  -0.0315  -0.0037
Si  0.0375  0.014  0.0869
Si  -0.0654  0.0152  -0.1102
Si  0.0418  -0.013  0.0009
Si  0.0423  0.0234  0.0638
Si  -0.0459  -0.008  0.0228
Si  0.1517  0.0717  0.1193
Si  -0.0609  -0.0391  0.2196
Si  -0.0397  0.1496  0.1025
Si  -0.1009  -0.0187  0.2148
Si  0.0092  -0.0047  -0.0137
Si  0.0068  0.0582  -0.0628
Si  -0.0312  -0.0277  0.058
Si  -0.0897  0.0228  -0.0842
Si  0.0451  -0.0519  0.1306
Si  -0.1858  0.0393  -0.1359
Si  -0.0082  0.0073  -0.0086
Si  0.0006  0.0078  -0.0052
Si  -0.0073  0.01  -0.0026
Si  0.0109  0.0129  -0.0175
Si  -0.0066  0.006  -0.0007
Si  -0.0046  0.0037  -0.0216
Si  -0.0082  0.0213  -0.0234
Si  0.0142  0.009  -0.0047
Si  0.0012  0.0004  -0.0072
Si  0.0156  0.0092  -0.0062
Si  -0.0061  -0.0006  -0.0021
Si  0.0059  -0.018  -0.0078
Si  -0.0088  -0.0136  -0.0074
Si  0.0026  0.003  -0.0154
Si  -0.0007  0.009  0.0026
Si  -0.0126  -0.0204  -0.015
Si  0.0094  0.0078  -0.0104
Si  0.0125  -0.0029  -0.0038
Si  0.0001  -0.0192  0.0032
Si  -0.0062  -0.0344  -0.025
Si  0.0007  0.0133  0.0009
Si  -0.0051  -0.0096  0.009
Si  0.0029  0.0037  0.0038
Si  -0.0007  -0.0047  -0.0081
Si  -0.0184  -0.0013  -0.0049
Si  -0.0081  0.0127  -0.0214
Si  -0.0005  -0.0083  -0.0091
Si  -0.0024  0.0025  -0.0139
Si  0.0072  -0.0072  0.0149
Si  -0.0021  -0.006  0.0005
Si  -0.0031  0.0125  -0.003
Si  -0.0081  0.0046  -0.0038
Si  -0.0044  -0.0004  -0.0113
Si  0.0014  0.0077  -0.0237
Si  0.0078  0.0115  -0.0061
Si  0.009  0.0045  -0.0101
Si  0.002  0.0098  -0.0009
Si  -0.0072  -0.0074  0.0043
Si  0.0041  -0.0134  -0.0066
Si  0.0085  0.0066  0.0106
Si  -0.0008  -0.0148  0.0062
Si  0.0005  -0.0141  0.0003
Si  0.0017  -0.0039  -0.0021
Si  -0.0034  0.0087  0.0014
Si  -0.0053  -0.0001  -0.0013
Si  -0.0041  -0.011  -0.0037
Si  0.0029  0.007  -0.0036
Si  -0.0005  -0.0065  0.0026
Si  -0.0179  0.0148  0.0012
Si  0.0015  0.0013  0.0033
Si  -0.0065  0.0025  0.0002
Si  0.0008  0.0155  -0.0051
Si  0.0122  -0.0094  -0.0061
Si  -0.005  0.0059  -0.0091
Si  -0.0008  0.0113  -0.0027
Si  0.0105  0.0073  -0.0051
Si  0.0016  -0.0019  0.0031
Si  0.0065  0.0001  -0.0218
Si  -0.0137  0.0078  -0.0089
Si  0.012  -0.009  -0.0085
Si  -0.0058  0.0026  -0.0039
Si  0.0112  -0.0016  -0.0105
Si  -0.0017  0.0045  -0.0061
Si  -0.0024  -0.0194  -0.0085
Si  -0.018  0.0114  -0.0034
Si  0.0004  0.0014  0.0044
Si  0.0144  -0.0193  0.0009
Si  -0.0054  0.0007  0.0018
Si  -0.0009  -0.0059  0.0031
Si  -0.0035  0.0275  -0.0027
Si  0.0093  -0.0018  0.0022
Si  -0.0007  -0.0082  -0.0012
Si  0.0032  0.0041  -0.0054
Si  0.0051  0.0063  0.0046
Si  -0.0006  -0.0091  -0.0053
Si  0.0116  0.0123  -0.0031
Si  -0.0091  0.001  -0.0016
Si  -0.0047  -0.009  -0.003
Si  0.007  0.0115  0.0082
Si  0.0046  0.0008  0.0015
Si  -0.0136  -0.0085  0.0007
Si  -0.0024  -0.0048  -0.0004
Si  0.003  0.0025  -0.0027
Si  -0.0136  -0.016  -0.0016
Si  -0.0016  -0.012  0
Si  -0.0012  -0.0012  0.0064
Si  0.0206  0.0142  0.009
Si  -0.0235  -0.0209  0.0089
Si  0.0127  0.0212  0.0057
Si  0.0158  -0.0003  -0.0044
Si  0.0052  0.0031  0.0002
Si  -0.0136  0.0024  -0.0019
Si  0.0018  -0.0142  0.0086
Si  0.0102  0.0032  0.0038
Si  -0.0022  -0.0062  0.0054
Si  -0.0003  0.0009  0.0064
Si  -0.0045  -0.0081  0.0075
Si  -0.0081  -0.0098  0.0022
Si  -0.0065  -0.0005  0.0017
Si  -0.0032  0.0108  0.0027
Si  0.0064  -0.0029  0.0116
Si  0.0031  -0.0014  -0.0029
Si  -0.0129  -0.0036  0.0022
Si  0.0001  -0.0013  0.0058
Si  0.0107  0.0214  -0.0012
Si  -0.0023  -0.0009  0.0057
Si  -0.0064  0.0004  0.0015
Si  0.0017  0.0142  0.0053
Si  -0.0008  -0.0072  0.0036
Si  -0.0037  0.0003  0.0054
Si  -0.0055  -0.0059  0.0027
Si  -0.0041  0.01  0.0056
Si  0.0063  -0.0114  0.0069
Si  0.0029  -0.0029  0.0035
Si  0.0001  0.0009  0.0071
Si  -0.0024  -0.0012  0.0081
Si  0.0063  -0.0019  0.0093
Si  0.0042  0  0.0047
Si  -0.0016  -0.006  0.0065
Si  -0.0065  0.0061  0.0092
Si  0.0035  0.0078  0.001
Si  -0.0008  0.0056  0.0045
Si  -0.0059  0.0035  0.0006
Si  0.0004  0.0051  0.0068
Si  -0.0046  -0.0003  0.0002
Si  0.0037  -0.0158  0.0034
Si  -0.0073  0.003  0.0024
Si  0.0076  -0.0088  0.0055
Si  -0.0021  0.0041  0.0052
Si  -0.0095  0.0086  -0.0036
Si  0.0022  0.0051  -0.0037
Si  -0.0007  0.0023  0
Si  0.0087  -0.0067  0.0079
Si  -0.0055  0.008  0.0034
Si  0.0058  0.0025  -0.0026
Si  0.0032  -0.0057  -0.005
Si  0.0001  0.0038  -0.0031
Si  -0.0134  0.0025  0.0056
Si  -0.0002  0.0008  -0.0008
Si  0.0041  0.0044  0.0019
Si  0.0005  -0.0049  -0.0028
Si  -0.0032  0.0022  0.0046
Si  0.0016  -0.0009  0.0006
Si  0.0046  -0.0057  0.0013
Si  0.0002  0.0102  0.0023
Si  -0.0045  0.0009  0.001
Si  0.0028  0.0016  -0.0003
Si  0.0079  -0.0056  -0.0057
Si  -0.0021  0.0091  0.0028
Si  0.0004  0.002  -0.001
Si  -0.0028  -0.0094  0
Si  -0.0016  -0.0001  0.0021
Si  -0.0026  -0.0008  0.0063
Si  -0.0027  -0.004  0.0008
Si  0.002  0.0051  -0.0025
Si  0.0001  0.0032  -0.0006
Si  0.0002  -0.0013  -0.0016
Si  -0.0009  -0.0036  -0.0005
Si  0.0027  -0.0015  0.0014
Si  -0.0061  -0.0047  0.006
Si  0.0064  -0.008  0.002
Si  0.0034  0.0052  0.0055
Si  0.0056  -0.0042  0.0024
Si  0.0002  -0.0009  0.0027
Si  0.0016  0.0052  -0.0018
Si  -0.0024  -0.0036  -0.0003
Si  0.0028  -0.0008  0.0061
Si  -0.0022  -0.0108  0.0068
Si  0.0017  0  0.0066
Si  -0.0044  -0.0051  0.0013
Si  -0.0012  0.0006  0.0058
Si  -0.0043  0.0029  0.0001
Si  -0.0008  0.0047  0.0018
Si  0.0015  0.0023  -0.001
Si  -0.0058  -0.0032  -0.0004
Si  -0.0058  -0.0005  -0.0012
Si  -0.0014  0  0.001
Si  0.0039  0.0136  0.0022
Si  0.0003  -0.0005  0.0015
Si  -0.0008  0.0039  -0.0005
Si  0.0068  -0.0046  0.0029
Si  0.0034  -0.0013  0.0038
Si  -0.0028  0.0017  0.0047
Si  -0.0052  0.0081  0.002
Si  0.0026  -0.0054  0.0053
Si  -0.0013  0.0015  0.0047
Si  -0.0025  0.0029  0.0042
Si  0.0031  0.002  0.0017
Si  0.0024  0.003  0.004
Si  -0.0044  0.0038  0.0035
Si  -0.0018  -0.0067  0.0033
Si  -0.0007  -0.0025  0.0028
Si  0.0023  0.001  0.0007
Si  0.0001  -0.0021  0.0018
Si  0.0023  0.0035  0.0055
Si  -0.0019  -0.0012  0.0011
Si  -0.0094  0.0046  0.0012
Si  0.0041  -0.0049  0.0003
Si  0.0013  0.0016  0.0008
Si  -0.0016  -0.0019  -0.0002
Si  -0.0001  0.0021  0.0023
Si  0.0079  0.0032  -0.0049
Si  -0.0005  0.0076  -0.001
Si  0.0019  0.0019  0.0005
Si  -0.0024  0.0005  0.0027
Si  -0.0044  0.0028  -0.0006
Si  0.0022  0.0015  -0.0035
Si  -0.0039  0.0045  -0.0016
Si  -0.0036  0.0001  -0.0004
Si  0.0012  -0.0034  0.0009
Si  0.003  0  0.0003
Si  -0.0043  -0.0018  0.0007
Si  -0.0013  -0.0052  -0.0023
Si  0.0005  -0.0087  0.0035
Si  -0.0006  -0.0025  0.0012
Si  0.0002  -0.0048  0.0028
Si  -0.0022  0.0018  -0.0001
Si  0.003  -0.0001  -0.0022
Si  0.0005  0.0046  0.0005
Si  0.0053  -0.0012  -0.0019
Si  0.0013  0.0053  -0.0009
Si  -0.0053  0.0043  0.0009
Si  -0.0012  -0.0022  0.0028
Si  -0.0029  -0.0081  -0.0003
Si  0.0027  -0.007  -0.0024
Si  -0.0001  0.0026  0.0004
Si  -0.0019  0.0033  -0.0008
Si  0.0014  -0.0004  -0.0005
Si  0.0001  -0.0013  0.0021
Si  -0.0024  -0.0004  -0.0001
Si  0.0003  -0.0024  -0.0023
Si  -0.0005  0.0019  -0.0015
Si  0.0058  -0.0003  0.0005
Si  -0.0008  -0.0062  -0.0006
Si  0.0053  -0.0024  -0.0011
Si  0.0035  0.0018  -0.0004
Si  0.0015  0.0025  0.0028
Si  -0.0061  -0.0018  0.0013
Si  0.0017  0.002  0.0053
Si  0.0032  -0.008  0.0021
Si  0.0015  0.0012  -0.0005
Si  -0.0079  0.0022  0.0014
Si  -0.0053  0.0001  0.0014
Si  0.0036  -0.0017  -0.0008
Si  0.0025  -0.0064  0.0005
Si  0.0005  -0.0022  -0.003
Si  -0.0026  -0.0005  -0.0002
Si  -0.0011  0.0047  0.0011
Si  -0.0003  0.0054  0.004
Si  0.0022  0.0059  0.0018
Si  -0.0033  0.0033  -0.0007
Si  -0.0048  0.0008  0.0018
Si  -0.0008  -0.0007  -0.0004
Si  0.001  -0.0004  -0.0024
Si  0.0022  -0.0006  -0.0025
Si  0.0025  0.0048  -0.0015
Si  0.0004  -0.005  -0.0044
Si  0.0017  -0.0029  -0.0032
Si  0.0008  -0.007  0.002
Si  0.0056  0.008  0.0018
Si  -0.0019  0.0011  0.0013
Si  -0.0029  0.0044  0.0045
Si  -0.0049  -0.0035  0.0011
Si  -0.0016  -0.0015  -0.004
Si  0.0008  0.0006  0.0011
Si  0.0089  0.0039  0.0001
Si  0.0056  0.008  0.0003
Si  -0.0059  -0.0043  -0.0015
Si  -0.005  -0.0052  -0.0004
Si  -0.0061  0.0006  -0.0043
Si  0.0003  0.0027  -0.0044
Si  -0.0061  -0.0073  -0.002
Si  -0.0034  -0.002  0.0016
Si  0.0073  0.0037  0.0022
Si  -0.0021  -0.0018  -0.0001
Si  0.0022  -0.003  -0.0012
Si  -0.0025  0.0043  -0.0028
Si  0.0026  0.0023  -0.0029
Si  0.0041  0.003  -0.001
Si  0.0017  0.0083  -0.0016
Si  0.008  0.0056  -0.0021
Si  -0.0039  0.0035  -0.0006
Si  -0.0053  -0.0033  0.0001
Si  -0.006  -0.0011  -0.0012
Si  -0.0046  -0.0086  -0.0057
Si  0.0006  -0.0001  -0.0005
Si  0.0012  -0.0005  -0.0036
Si  0.0027  -0.0038  -0.0018
Si  0.0072  -0.0031  0.0016
Si  -0.0039  0.006  -0.0009
Si  -0.0063  0.005  0.0023
Si  0.0023  0.0018  -0.0057
Si  -0.0004  -0.0045  -0.0033
Si  -0.0011  0.0072  -0.0025
Si  0.0013  0.0001  0.0017
Si  -0.0029  0.0005  -0.0014
Si  0.0041  -0.0067  -0.0045
Si  0.0051  -0.0123  0.0014
Si  -0.0004  0.003  0.0024
Si  -0.0015  0.0033  -0.0014
Si  0.0092  -0.0099  -0.0024
Si  -0.0036  -0.0103  0.0014
Si  0.0001  -0.0084  -0.0027
Si  -0.0022  0.0079  -0.0074
Si  0.0024  0.007  -0.006
Si  -0.0047  0.0063  -0.0016
Si  0.0026  -0.0003  0.0051
Si  0.0052  0.0025  -0.0051
Si  0.0077  0.0044  -0.0011
Si  0.0026  -0.0019  -0.0051
Si  -0.006  0.006  -0.0022
Si  -0.0023  -0.0014  0.0032
Si  0.0085  -0.0117  -0.0019
Si  -0.0072  0.0045  -0.0054
Si  -0.0086  0.0029  -0.0042
Si  -0.0012  0.0054  0.0038
Si  -0.0008  -0.0063  0.0028
Si  0.0064  -0.0118  -0.0067
Si  0.0046  0.0004  -0.0016
Si  -0.0025  -0.001  0.0049
Si  -0.0012  0.0102  0.0051
Si  0.001  -0.0044  0.0015
Si  -0.0084  0.0081  -0.002
Si  -0.0007  0.0046  -0.0019
Si  -0.0048  -0.0058  -0.0003
Si  0.0038  0.0043  0.0012
Si  0.0127  0.0066  -0.001
Si  -0.0112  -0.0128  0.001
Si  0.007  -0.0061  -0.0048
Si  -0.0111  -0.0035  -0.0045
Si  0.0026  -0.0073  -0.0038
Si  0.0093  0.0064  -0.0005
Si  -0.0061  0.0069  0.0009
Si  0.0029  0.0112  0.0023
Si  0.0006  0.0043  0.0015
Si  0.003  0.0038  -0.0062
Si  -0.0009  0.0083  -0.0096
Si  -0.0052  -0.0047  -0.0016
Si  0.0078  0.0132  -0.0003
Si  -0.0043  -0.0093  -0.0011
Si  -0.0122  -0.0182  -0.0005
Si  -0.0051  -0.0076  -0.0012
Si  0.002  -0.0014  -0.0078
Si  0.0014  -0.0077  -0.0101
Si  -0.0023  -0.0003  -0.0042
Si  -0.0021  0.0059  0.001
Si  0.0078  0.0004  -0.0013
Si  0.0117  0.0063  -0.0046
Si  0.0017  0.0096  -0.0057
Si  -0.0095  -0.0114  -0.0025
Si  -0.0045  -0.0041  0.0011
Si  0.0042  -0.0005  -0.0048
Si  0.0084  0.0072  0.0011
Si  -0.0089  0.0036  0.0032
Si  -0.0021  0.0074  -0.0019
Si  0.001  0.0028  -0.0015
Si  -0.0039  -0.0013  -0.0087
Si  0.0109  0.0182  -0.0091
Si  0.0039  -0.0052  -0.0062
Si  -0.0105  -0.0109  -0.0058
Si  0.0064  0.0063  0.0013
Si  -0.0039  -0.0047  -0.0049
Si  -0.0185  -0.0025  0.0023
Si  0.003  0.009  -0.0035
Si  0.0028  0.0099  0.007
Si  0.0094  -0.001  0.0009
Si  -0.0051  0.0117  -0.0078
Si  0.0127  -0.0065  -0.0017
Si  -0.0006  -0.0007  -0.0005
Si  0.0031  -0.0039  -0.0012
Si  0.0079  -0.0013  0.0037
Si  -0.0059  -0.008  -0.0061
Si  0.0119  -0.0143  -0.0033
Si  -0.0035  0.0015  0.0014
Si  0.0042  -0.0123  -0.0029
Si  -0.0055  0.009  -0.0115
Si  0.0016  0.0065  -0.0062
Si  -0.006  0.0005  0.0051
Si  0.0147  -0.0086  0.0016
Si  0.0077  -0.0047  -0.0106
Si  0.0003  0.01  -0.0115
Si  0.0108  -0.0015  -0.008
Si  0.0001  0.0059  0.0052
Si  -0.0114  0.0035  0.003
Si  -0.007  0.0128  -0.0112
Si  -0.0013  0.0122  0.0049
Si  0.0024  0.0085  0.0057
Si  -0.0081  -0.0017  0.0021
Si  -0.0123  -0.0091  0.0067
Si  -0.0016  -0.0124  -0.0016
Si  0.006  -0.0044  0.0048
Si  -0.0083  0.0141  0.0032
Si  -0.0139  -0.0104  -0.0053
Si  0.0036  -0.0113  -0.0095
Si  0.003  -0.0013  0.0027
Si  0.0019  -0.0007  -0.0028
Si  -0.0002  -0.0031  0.0031
Si  0.0005  0.0018  0.0017
Si  0.003  -0.001  -0.0099
Si  0.0124  -0.0037  0.0075
Si  -0.0227  -0.0325  -0.001
Si  0.0109  -0.0073  -0.0069
Si  -0.0108  -0.0149  0.0028
Si  -0.0122  -0.0092  -0.0016
Si  -0.0022  0.0044  0.004
Si  0.0091  0.0175  0.0034
Si  -0.0155  -0.0002  0.0006
Si  0.0092  0.0141  -0.0086
Si  0.0084  0.0105  -0.0042
Si  -0.017  -0.0125  0.0015
Si  0.0034  0.0035  0.0073
Si  0.0041  0.0226  0.0152
Si  0.0024  -0.0026  0.0103
Si  -0.0056  0.0054  -0.0019
Si  -0.0115  -0.0019  0.0048
Si  0  0.0041  0.004
Si  0.0148  0.0067  0.0092
Si  -0.0055  -0.0089  -0.0022
Si  -0.0034  0.0003  0.0032
Si  0.0073  -0.0019  0.003
Si  0.0229  0.0059  0.0022
Si  -0.0152  -0.0221  0.0035
Si  -0.0201  -0.0196  0.0057
Si  -0.0027  -0.0084  0.0162
Si  -0.0036  -0.0055  0.0035
Si  0.016  0.0038  0.0124
Si  -0.0029  0.0226  0.008
Si  0.0006  0.0032  -0.0053
Si  0.021  0.0113  0.0067
Si  0.0006  0.0077  -0.0122
Si  -0.0142  -0.0172  0.0165
Si  0.0136  0.0133  0.0089
O  0.7667  0.2739  0.3346
O  0.2425  0.1073  0.3301
O  0.4251  0.2692  0.2129
O  0.0772  -0.0045  0.5058
O  0.1623  0.6181  -0.3103
O  0.5948  0.0936  0.2996
O  -0.236  -0.0215  0.3667
O  -0.4928  -0.4211  0.043
O  -0.1304  0.1484  0.2518
O  0.1929  -0.3757  0.2126
O  -0.1887  -0.053  -0.2705
O  0.1599  0.4258  0.2412
O  -0.4728  0.2743  0.4804
O  -0.4785  -0.2911  -0.1267
O  0.1173  -0.2468  -0.0793
O  0.1366  -0.078  0.4902
O  0.0543  0.1187  0.3947
O  0.2787  -0.3961  0.0416
O  -0.2922  0.5349  0.0962
O  0.1097  0.132  0.5091
O  -0.64  0.0951  0.2344
O  0.4085  0.235  -0.1983
O  -0.0505  0.1002  0.258
O  -0.0313  -0.0695  0.4166
O  0.2267  0.3269  -0.3607
O  -0.4617  0.1731  0.3657
O  -0.4636  0.0728  0.0403
O  0.3437  0.5436  -0.2111
O  -0.1941  -0.0295  0.6001
O  -0.0531  -0.2518  0.0959
O  0.0821  -0.2267  0.3562
O  0.0443  0.1648  0.4356
O  0.0293  -0.1763  0.1113
O  -0.0636  -0.6389  0.2368
O  -0.128  0.1125  0.3526
O  0.0511  0.1498  0.5426
O  -0.029  -0.0911  0.513
O  -0.0511  0.2812  0.4266
O  -0.1557  -0.3507  -0.4211
O  0.0161  0.2915  -0.1154
O  -0.2483  -0.0768  0.2353
O  0.3706  -0.1583  0.0046
O  -0.0696  -0.5255  -0.0011
O  0.1896  -0.5835  -0.4406
O  0.1196  -0.0068  -0.1717
O  0.0204  0.152  -0.4492
O  -0.1562  -0.2439  -0.313
O  0.0582  -0.3245  -0.3778
O  -0.1001  0.2206  -0.2393
O  -0.0962  0.3652  -0.1943
O  -0.4431  0.0053  -0.3066
O  0.0921  0.2171  -0.4527
O  0.0123  0.0931  -0.5761
O  -0.2285  -0.295  -0.1145
O  0.0907  -0.0253  -0.2134
O  -0.3359  -0.5905  0.0685
O  -0.0066  -0.1874  -0.2747
O  -0.0755  0.1723  0.6172
O  0.2631  0.2051  0.5365
O  -0.1144  -0.5908  -0.1642
O  -0.0002  -0.366  0.1429
O  0.1457  -0.2626  -0.4472
O  0.5478  0.1518  -0.1105
O  0.2361  -0.3584  -0.1556
O  -0.0362  -0.2877  -0.1086
O  0.0068  -0.1268  0.045
O  -0.2396  -0.0346  -0.2488
O  0.5744  0.265  0.1432
O  0.0873  -0.187  0.0717
O  0.0268  0.2123  0.1183
O  0.3092  0.319  0.6486
O  0.2715  -0.3292  -0.3443
O  0.2475  0.4243  -0.3602
O  0.1156  -0.019  -0.3242
O  -0.1046  -0.0929  -0.1907
O  -0.1034  -0.0358  -0.3083
O  0.0794  -0.1119  -0.3504
O  0.2231  -0.1168  -0.1385
O  0.1435  -0.0388  -0.4805
O  0.0619  0.3418  -0.1575
O  0.0208  -0.2684  -0.3326
O  -0.028  0.2706  -0.0938
O  0.3768  -0.1447  0.1398
O  -0.0645  -0.1602  -0.0804
O  0.3224  0.5802  0.0686
O  0.3081  -0.0991  0.3335
O  0.0638  -0.336  -0.2958
O  -0.4176  0.4614  -0.0747
O  0.097  -0.1408  -0.2826
O  0.1383  -0.1391  0.3614
O  -0.3586  0.524  -0.0012
O  0.3509  0.4883  -0.1494
O  -0.3007  0.4238  -0.0552
O  -0.3791  -0.2517  0.1802
O  -0.6161  -0.2144  0.1292
O  0.1712  0.6134  0.1889
O  -0.406  0.1658  0.369
O  -0.0223  -0.5053  0.129
O  0.0601  -0.2756  0.6373
O  -0.0374  -0.302  -0.4897
O  -0.4739  0.4927  -0.2344
O  -0.2205  -0.1417  0.1623
O  -0.1195  0.003  -0.5317
O  0.2327  -0.1111  0.1037
O  -0.2761  0.3838  0.1433
O  -0.0779  -0.299  -0.2181
O  -0.1175  -0.0072  -0.1391
O  0.4237  0.3304  -0.2214
O  0.3233  -0.4704  -0.1776
O  0.2584  -0.0948  0.1308
O  -0.1541  0.2964  0.3676
O  -0.3427  0.0809  -0.2623
O  0.1582  -0.0063  -0.5049
O  -0.043  0.1515  -0.2935
O  0.182  -0.0387  0.4227
O  -0.1391  -0.1007  -0.329
O  -0.2436  -0.6249  -0.1201
O  0.0496  0.5439  0.2167
O  0.0306  0.2983  -0.498
O  -0.3336  0.0328  -0.0402
O  0.4928  -0.1787  0.1404
O  0.0966  -0.2518  -0.1156
O  -0.3682  -0.2368  -0.1408
O  0.0802  0.0028  -0.2168
O  0.07  0.0758  -0.0809
O  -0.195  -0.1357  -0.4579
O  -0.2189  0.0341  -0.4827
O  0.2526  -0.1495  0.4776
O  -0.5022  -0.0192  0.1951
O  0.1293  -0.3721  -0.0286
O  0.1646  -0.3119  -0.3655
O  -0.2926  -0.3314  -0.4603
O  0.3453  -0.1756  0.4227
O  -0.1446  -0.1626  -0.4254
O  -0.0973  0.3418  0.4664
O  -0.0593  -0.3172  0.4834
O  0.3807  0.1136  -0.1192
O  0.2882  -0.1811  0.2972
O  0.0676  0.4891  0.2765
O  -0.0953  -0.551  0.5648
O  0.0256  -0.115  0.6374
O  -0.1919  -0.5183  0.3888
O  0.0404  0.4657  -0.4673
O  -0.5417  -0.1571  -0.0288
O  0.2214  0.2357  0.2956
O  0.17  0.3819  -0.3323
O  -0.0898  -0.2647  -0.415
O  0.216  0.3155  0.5676
O  0.0492  -0.5369  -0.0495
O  0.2705  0.2994  0.198
O  -0.283  -0.256  -0.2761
O  0.6491  0.038  0.2444
O  -0.4372  0.1694  0.1582
O  -0.2726  -0.4815  0.1662
O  0.0547  -0.4504  -0.4119
O  -0.4222  0.2748  0.1669
O  -0.4863  0.4344  0.0139
O  0.2152  0.2213  -0.1046
O  0.2869  0.1488  -0.1677
O  0.1741  0.4319  0.6259
O  -0.1034  -0.201  -0.2366
O  0.2042  -0.2595  -0.2718
O  -0.3945  0.3289  0.3024
O  -0.0582  -0.2914  -0.437
O  0.0605  -0.5355  -0.3584
O  0.2675  0.118  0.5632
O  0.2366  0.2733  0.4551
O  -0.0752  0.1932  -0.0827
O  -0.2546  0.0076  -0.2092
O  0.1866  -0.2815  -0.5752
O  -0.0514  0.3274  -0.3819
O  -0.0296  -0.13  0.2253
O  -0.2457  0.4266  0.1516
O  -0.2517  -0.0797  -0.323
O  0.4897  0.152  0.3682
O  -0.109  -0.5238  -0.1587
O  0.0999  -0.327  -0.6434
O  -0.1757  0.3844  0.2062
O  -0.2141  -0.0537  0.1438
O  -0.3993  -0.2249  0.4815
O  -0.0926  -0.4463  -0.1805
O  0.1663  -0.2325  -0.5705
O  -0.0309  0.2139  0.715
O  0.1407  0.2494  -0.0411
O  0.122  0.1533  0.1643
O  -0.7391  0.1024  -0.0114
O  -0.5687  0.3035  -0.0969
O  0.0376  0.4333  0.5043
O  0.1999  -0.1666  -0.2433
O  -0.0945  0.0634  -0.0628
O  0.1313  0.088  -0.5863
O  0.2927  0.1224  0.5218
O  -0.458  -0.3231  -0.1551
O  -0.1208  -0.4456  0.0078
O  0.1027  -0.3765  0.1559
O  0.2895  -0.0019  -0.0436
O  0.3967  -0.2913  -0.3809
O  0.1886  0.359  0.0357
O  0.2008  0.1802  -0.2084
O  0.1894  -0.498  -0.1416
O  -0.7259  0.1955  -0.3948
O  0.1825  -0.1344  0.3581
O  0.1209  -0.1195  -0.2182
O  0.2546  0.2544  -0.1243
O  -0.5438  0.0557  0.3832
O  -0.1333  -0.1137  0.2941
O  0.2711  0.0848  -0.1004
O  -0.36  -0.4348  0.0994
O  -0.2289  0.1769  -0.1366
O  0.2733  -0.0612  0.3842
O  -0.0142  0.2359  0.5898
O  0.0896  -0.3668  0.3068
O  -0.0616  -0.689  0.3655
O  -0.2521  0.4472  -0.1568
O  0.0857  0.3919  0.0822
O  -0.1522  0.3998  -0.0126
O  0.1365  0.02  0.0424
O  -0.01  0.1702  -0.277
O  0.5907  -0.1107  -0.1542
O  -0.1165  0.1016  0.0062
O  -0.1647  0.205  0.0827
O  0.1468  -0.3414  0.0343
O  -0.2563  0.5098  0.189
O  -0.0237  0.3081  0.2888
O  -0.234  0.2725  -0.6553
O  0.1654  0.2554  0.58
O  0.2021  0.4452  0.5207
O  -0.0059  0.0089  -0.2488
O  -0.3245  0.0068  -0.4768
O  -0.0526  0.2427  -0.1087
O  0.0211  0.0121  -0.2541
O  0.0455  -0.3158  0.0725
O  -0.0489  -0.2084  0.3774
O  -0.6447  -0.0422  0.0982
O  0.2267  0.0786  -0.1208
O  0.0931  -0.2955  -0.4977
O  0.0784  0.0306  -0.0243
O  -0.4538  -0.388  -0.3204
O  0.0157  0.415  0.31
O  0.1708  -0.0653  -0.6087
O  -0.0516  0.2282  0.4449
O  -0.1707  -0.4884  0.2468
O  0.0328  -0.0246  -0.3099
O  -0.2671  -0.4152  -0.3543
O  -0.3274  -0.1777  -0.4906
O  0.1456  0.0655  0.5239
O  -0.0605  -0.013  0.1498
O  -0.0487  -0.1875  0.3743
O  0.3118  -0.3582  0.0038
O  0.4282  0.2408  0.273
O  -0.2254  -0.01  -0.5378
O  0.0155  -0.2339  0.5859
O  -0.335  0.418  -0.4222
O  0.159  0.0593  0.2603
O  -0.588  0.1919  -0.4578
O  0.4666  0.3973  0.0629
O  0.4214  0.3618  -0.0809
O  0.0647  0.2103  -0.5259
O  -0.5047  0.2605  -0.1543
O  0.409  0.0447  0.0714
O  0.1982  0.084  0.0033
O  0.3228  0.3627  -0.2672
O  -0.2793  -0.1632  -0.2163
O  0.0769  -0.0765  0.2125
O  0.2852  0.0189  0.2434
O  -0.2491  -0.127  0.0659
O  0.0418  -0.3955  -0.5386
O  0.3906  -0.0856  -0.1626
O  -0.0704  -0.1395  0.2615
O  -0.0574  0.1556  -0.3443
O  0.6058  -0.1946  -0.3241
O  0.294  0.2618  -0.1125
O  -0.3891  0.5603  0.3307
O  0.3605  -0.291  -0.3559
O  -0.1788  0.1258  -0.5043
O  0.2701  0.4551  -0.2391
O  0.2382  0.4826  0.2551
O  -0.2816  -0.095  -0.3414
O  0.131  -0.0679  -0.3297
O  -0.2376  -0.0522  -0.5644
O  -0.2587  0.0804  -0.1788
O  -0.6237  0.2841  0.4423
O  -0.0048  0.1132  -0.0055
O  -0.1744  0.1203  0.4539
O  0.2667  -0.3839  -0.1928
O  -0.1259  -0.0041  -0.1592
O  -0.1991  0.2229  0.2194
O  0.2422  -0.1783  -0.1609
